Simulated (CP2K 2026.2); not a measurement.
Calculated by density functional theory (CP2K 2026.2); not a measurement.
Periodic cell of 1152 atoms, Si864O288, from a study of silicon, its oxide and their interface. The atomic structure is a simulated model.
Doubt: the forces sum to 1.90 eV/angstrom along one axis rather than to zero, so they err by at least 0.0016 eV/angstrom per atom on average; the grid cutoff is modest.

Settings
functional: PBE
method: Gaussian and plane waves
basis set: DZVP-MOLOPT-SR-GTH
pseudopotentials: GTH-PBE
grid cutoff: 350 Ry, relative cutoff 50 Ry
k points: Gamma only
occupations: fixed
spin: none
net charge: 0

Cell vectors (angstrom)
a, 32.64, 0, 0
b, 0, 16.32, 0
c, 7.5073, 1.588, 38.8282

Atoms: element, x, y, z (angstrom)
Si, 9.1316, 16.2887, 38.6578
Si, 4.3338, 1.3231, 0.0969
Si, 8.8056, 6.0562, 38.7268
Si, 4.3252, 6.5054, 0.0652
Si, 8.5113, 11.4565, 38.794
Si, 11.4585, 14.139, 38.5912
Si, 14.054, 17.0092, 38.5638
Si, 17.0399, 2.8381, 38.7424
Si, 6.7284, 4.4468, 0.2172
Si, 9.2435, 7.231, 0.0065
Si, 6.9442, 9.374, 0.054
Si, 17.471, 13.5517, 38.6317
Si, 19.3808, 16.9599, 38.7023
Si, 15.3224, 1.0667, 0.038
Si, 19.7889, 5.6253, 38.6973
Si, 15.1925, 6.4203, 0.2425
Si, 19.693, 11.2818, 38.6958
Si, 15.2542, 11.8812, 0.1738
Si, 17.4402, 15.0325, 0.409
Si, 20.6893, 1.0972, 0.2249
Si, 17.4546, 4.2955, 0.1331
Si, 20.8267, 6.7136, 0.3185
Si, 17.4349, 9.6274, 0.1981
Si, 20.6317, 12.047, 0.2334
Si, 22.8886, 15.1951, 0.107
Si, 25.9895, 1.1104, 0.0851
Si, 22.8319, 4.3172, 0.1446
Si, 25.845, 6.7296, 0.1713
Si, 22.9123, 9.8242, 0.2282
Si, 25.9421, 12.0834, 0.1971
Si, 28.2147, 15.2521, 0.1266
Si, 31.0423, 1.4895, 0.212
Si, 28.834, 3.6701, 0.0343
Si, 39.0289, 8.1546, 38.7537
Si, 28.1121, 9.7499, 0.0966
Si, 31.3154, 11.9652, 0.1165
Si, 2.7103, 16.3403, 1.2017
Si, 5.5487, 2.7889, 1.4328
Si, 2.7547, 5.4608, 1.4408
Si, 5.3787, 8.2083, 1.3113
Si, 2.7336, 10.9725, 1.1309
Si, 5.506, 13.7095, 1.0866
Si, 8.0985, 16.3473, 1.2655
Si, 10.842, 2.7484, 1.2098
Si, 8.2492, 5.6249, 1.4374
Si, 10.9455, 8.2245, 1.261
Si, 8.2594, 10.9556, 1.1769
Si, 10.9342, 13.617, 1.1747
Si, 13.5511, 16.3653, 1.2387
Si, 16.3368, 2.694, 1.4226
Si, 13.5819, 5.2756, 1.4321
Si, 16.285, 8.0833, 1.4969
Si, 13.619, 10.7941, 1.3852
Si, 16.2282, 13.4949, 1.5951
Si, 19.0895, 16.2698, 1.5027
Si, 21.7591, 2.7305, 1.5079
Si, 19.0869, 5.4821, 1.3755
Si, 21.9708, 8.1809, 1.6338
Si, 19.0078, 10.8568, 1.4411
Si, 21.7789, 13.6327, 1.4951
Si, 24.4568, 16.3101, 1.45
Si, 27.2122, 2.643, 1.4005
Si, 24.5159, 5.3235, 1.4625
Si, 27.1455, 8.1433, 1.4876
Si, 24.4683, 10.9159, 1.5578
Si, 27.1356, 13.6528, 1.4474
Si, 29.8147, 16.3237, 1.4987
Si, 32.7615, 2.7558, 1.178
Si, 29.9101, 5.4216, 1.2247
Si, 32.6038, 8.1893, 1.2684
Si, 29.8162, 10.7751, 1.4095
Si, 32.6191, 13.6177, 1.2126
Si, 1.3746, 1.3636, 2.604
Si, 4.0919, 4.0685, 2.7608
Si, 1.3611, 6.8815, 2.6801
Si, 4.0134, 9.6007, 2.5874
Si, 1.3663, 12.271, 2.5921
Si, 4.1251, 14.9987, 2.5588
Si, 6.8566, 1.3796, 2.7372
Si, 9.572, 4.129, 2.6575
Si, 6.7675, 6.8968, 2.7362
Si, 9.5576, 9.5852, 2.6351
Si, 6.8417, 12.3203, 2.496
Si, 9.4869, 14.9218, 2.5607
Si, 12.2037, 1.3963, 2.6292
Si, 14.9341, 3.9673, 2.8115
Si, 12.2308, 6.7831, 2.6531
Si, 14.915, 9.4486, 2.8082
Si, 12.2752, 12.2886, 2.6385
Si, 14.8246, 14.9705, 2.7348
Si, 17.7134, 1.3642, 2.7907
Si, 20.3569, 4.082, 2.8052
Si, 17.7269, 6.7818, 2.8035
Si, 20.4103, 9.5062, 2.8171
Si, 17.6835, 12.1887, 2.867
Si, 20.4094, 14.9294, 2.8769
Si, 23.1605, 1.3884, 2.8268
Si, 25.8804, 3.9942, 2.7868
Si, 23.2714, 6.7504, 2.8973
Si, 25.8084, 9.4957, 2.8625
Si, 23.1203, 12.2863, 2.8758
Si, 25.7816, 14.9535, 2.8386
Si, 28.5108, 1.349, 2.8656
Si, 31.3408, 4.0943, 2.5998
Si, 28.5971, 6.7577, 2.694
Si, 31.2301, 9.4483, 2.7207
Si, 28.5417, 12.2531, 2.7407
Si, 31.2881, 14.9369, 2.6676
Si, 32.6479, 16.3374, 3.9937
Si, 2.7148, 2.6812, 4.0435
Si, 32.6479, 5.4645, 4.015
Si, 2.7181, 8.2387, 4.023
Si, 32.6436, 10.8853, 3.9832
Si, 2.7472, 13.6348, 3.9495
Si, 5.439, 16.3279, 4.0133
Si, 8.2153, 2.7639, 4.0421
Si, 5.4443, 5.4766, 4.0736
Si, 8.1717, 8.2469, 4.0342
Si, 5.4551, 10.9483, 3.8965
Si, 8.1467, 13.6092, 3.9759
Si, 10.846, 16.3057, 3.9548
Si, 13.5418, 2.6592, 4.1223
Si, 10.8902, 5.4595, 4.0578
Si, 13.5493, 8.1011, 4.1083
Si, 10.8917, 10.933, 4.011
Si, 13.5483, 13.6035, 4.1102
Si, 16.278, 16.3059, 4.0685
Si, 19.0295, 2.7219, 4.1779
Si, 16.3169, 5.3979, 4.1051
Si, 19.0565, 8.1465, 4.1758
Si, 16.2941, 10.8195, 4.1554
Si, 19.0373, 13.5679, 4.2045
Si, 21.7811, 16.3326, 4.1702
Si, 24.5238, 2.6969, 4.1936
Si, 21.7752, 5.4232, 4.1483
Si, 24.5353, 8.1359, 4.2621
Si, 21.7462, 10.8875, 4.1755
Si, 24.4741, 13.6107, 4.2293
Si, 27.1636, 16.3, 4.1881
Si, 29.9745, 2.7557, 4.0536
Si, 27.2388, 5.4165, 4.0881
Si, 29.9229, 8.0998, 4.1055
Si, 27.2061, 10.8916, 4.1321
Si, 29.9489, 13.5857, 4.0709
Si, 34.0273, 14.9474, 21.7568
Si, 36.7312, 1.363, 21.7116
Si, 34.027, 4.1008, 21.7254
Si, 36.7495, 6.8481, 21.7565
Si, 33.9954, 9.4941, 21.8009
Si, 36.7203, 12.2163, 21.709
Si, 6.8293, 14.9351, 21.7004
Si, 9.5391, 1.3621, 21.7135
Si, 6.8381, 4.0973, 21.7253
Si, 9.5356, 6.8226, 21.7112
Si, 6.8111, 9.5228, 21.7585
Si, 9.5201, 12.215, 21.748
Si, 12.214, 14.9334, 21.6969
Si, 14.9561, 1.3521, 21.7063
Si, 12.2762, 4.0788, 21.7032
Si, 14.9534, 6.7966, 21.7583
Si, 12.2372, 9.5187, 21.7557
Si, 14.954, 12.2167, 21.7547
Si, 17.6656, 14.9691, 21.7524
Si, 20.3815, 1.3317, 21.7647
Si, 17.6632, 4.0983, 21.7139
Si, 20.3803, 6.8261, 21.7402
Si, 17.6816, 9.5395, 21.7619
Si, 20.3873, 12.2553, 21.7833
Si, 23.1105, 14.9619, 21.8161
Si, 25.8234, 1.3477, 21.8165
Si, 23.1008, 4.0907, 21.7406
Si, 25.8337, 6.7946, 21.8006
Si, 23.0949, 9.5256, 21.784
Si, 25.8185, 12.2456, 21.7854
Si, 28.557, 14.9587, 21.8021
Si, 31.2455, 1.3728, 21.7536
Si, 28.549, 4.0703, 21.8266
Si, 31.2786, 6.802, 21.7723
Si, 28.543, 9.5392, 21.7765
Si, 31.2878, 12.2263, 21.8226
Si, 35.3965, 16.3244, 23.0917
Si, 5.4716, 2.7169, 23.037
Si, 35.3832, 5.4804, 23.0731
Si, 5.4828, 8.1756, 23.1613
Si, 35.4025, 10.8576, 23.1062
Si, 5.449, 13.5763, 23.0299
Si, 8.2094, 16.2763, 23.0471
Si, 10.9047, 2.7472, 23.0477
Si, 8.1891, 5.4862, 23.079
Si, 10.8839, 8.1471, 23.1046
Si, 8.1607, 10.8743, 23.1319
Si, 10.8997, 13.5604, 23.0924
Si, 13.5604, 16.3095, 23.0174
Si, 16.335, 2.7047, 23.0506
Si, 13.6275, 5.3922, 23.1136
Si, 16.314, 8.1776, 23.1017
Si, 13.5772, 10.8801, 23.1345
Si, 16.3184, 13.5892, 23.0904
Si, 19.0167, 16.3023, 23.1534
Si, 21.7536, 2.7111, 23.0736
Si, 18.9695, 5.5078, 23.0701
Si, 21.7212, 8.1657, 23.136
Si, 19.0391, 10.8902, 23.1445
Si, 21.7027, 13.6373, 23.1719
Si, 24.4794, 16.2997, 23.2023
Si, 27.1605, 2.7151, 23.1944
Si, 24.4397, 5.431, 23.1339
Si, 27.1787, 8.1987, 23.14
Si, 24.448, 10.8927, 23.1416
Si, 27.1904, 13.5849, 23.1518
Si, 29.8891, 16.3592, 23.152
Si, 32.6412, 2.7429, 23.0459
Si, 29.939, 5.4488, 23.1527
Si, 32.6167, 8.1326, 23.1751
Si, 29.8939, 10.8647, 23.1774
Si, 32.7092, 13.5754, 23.1442
Si, 34.0114, 1.4102, 24.3753
Si, 36.8245, 4.1637, 24.3649
Si, 34.0025, 6.749, 24.5046
Si, 36.7617, 9.5491, 24.5173
Si, 34.0939, 12.1903, 24.5077
Si, 36.785, 14.9327, 24.4043
Si, 6.8228, 1.3092, 24.3453
Si, 9.5821, 4.1468, 24.3938
Si, 6.8843, 6.8265, 24.5118
Si, 9.5322, 9.5036, 24.4862
Si, 6.7599, 12.2565, 24.4487
Si, 9.5616, 14.9195, 24.4395
Si, 12.2537, 1.374, 24.3828
Si, 15.0454, 4.0389, 24.4553
Si, 12.2354, 6.7444, 24.4411
Si, 14.9623, 9.5279, 24.462
Si, 12.2185, 12.2249, 24.5252
Si, 14.8551, 14.909, 24.3664
Si, 17.6337, 1.3596, 24.4633
Si, 20.3391, 4.105, 24.316
Si, 17.6388, 6.8515, 24.5127
Si, 20.3481, 9.4914, 24.5277
Si, 17.7234, 12.3033, 24.4922
Si, 20.3464, 14.98, 24.5926
Si, 23.068, 1.3655, 24.5019
Si, 25.7296, 4.0477, 24.5319
Si, 23.1037, 6.8213, 24.4805
Si, 25.8003, 9.5451, 24.5244
Si, 23.0525, 12.2403, 24.4826
Si, 25.8793, 14.921, 24.564
Si, 28.5141, 1.3703, 24.5866
Si, 31.355, 4.0816, 24.4728
Si, 28.548, 6.8312, 24.4695
Si, 31.2258, 9.4815, 24.5447
Si, 28.5093, 12.2171, 24.5386
Si, 31.3363, 15.0019, 24.4109
Si, 32.7037, 16.3975, 25.7683
Si, 35.3943, 2.8159, 25.6095
Si, 32.6971, 5.3363, 25.9462
Si, 35.4048, 8.1378, 25.8025
Si, 32.6751, 10.8228, 25.8315
Si, 35.5277, 13.5765, 25.8199
Si, 5.5234, 16.2353, 25.7613
Si, 8.2222, 2.7202, 25.5827
Si, 5.5646, 5.4404, 25.8417
Si, 8.2264, 8.1523, 25.9282
Si, 5.4882, 10.896, 25.9071
Si, 8.134, 13.598, 25.7887
Si, 10.9322, 16.327, 25.7482
Si, 13.6788, 2.646, 25.7493
Si, 10.8862, 5.4148, 25.8877
Si, 13.6295, 8.1007, 25.7548
Si, 10.8598, 10.8612, 25.8809
Si, 13.5565, 13.6094, 25.8781
Si, 16.2087, 16.2538, 25.6805
Si, 18.9969, 2.8077, 25.725
Si, 16.3366, 5.4331, 25.8711
Si, 18.9291, 8.2222, 25.9535
Si, 16.2781, 10.9712, 25.7666
Si, 19.0532, 13.6026, 26.0188
Si, 21.6612, 16.4147, 25.9145
Si, 24.4113, 2.6561, 25.9527
Si, 21.6746, 5.4346, 25.6867
Si, 24.3957, 8.2055, 25.8902
Si, 21.7303, 10.8514, 25.8542
Si, 24.4308, 13.5559, 25.8417
Si, 27.2099, 16.2626, 26.0181
Si, 29.9618, 2.8082, 25.8249
Si, 27.066, 5.5412, 25.7368
Si, 29.8691, 8.1011, 25.959
Si, 27.1488, 10.8775, 25.96
Si, 29.9441, 13.6322, 25.7297
Si, 33.8962, 14.7651, 26.9617
Si, 36.9622, 1.6092, 26.7576
Si, 34.4588, 4.2902, 27.1812
Si, 36.6109, 6.6055, 27.0909
Si, 33.7445, 9.1474, 27.0964
Si, 36.8704, 12.3027, 27.3229
Si, 7.179, 15.2681, 27.1659
Si, 9.3517, 1.229, 26.9206
Si, 6.7118, 3.7255, 27.0079
Si, 9.846, 7.0497, 27.2656
Si, 7.0453, 9.7178, 27.2343
Si, 9.1907, 11.9945, 27.1148
Si, 12.4065, 15.2067, 27.1715
Si, 14.7117, 17.3312, 27.109
Si, 12.5342, 4.1936, 27.0319
Si, 14.6904, 6.5157, 27.1312
Si, 12.098, 9.2411, 27.0522
Si, 15.1699, 12.4888, 27.1738
Si, 17.2914, 14.7565, 27.0773
Si, 20.4634, 1.7637, 27.1736
Si, 18.0168, 4.3864, 27.149
Si, 20.2166, 6.6177, 27.0764
Si, 17.7527, 9.9172, 27.2013
Si, 20.2235, 11.9175, 27.2764
Si, 23.264, 15.1579, 27.0727
Si, 25.5202, 17.3108, 27.2938
Si, 22.724, 3.8805, 27.0702
Si, 25.9645, 7.0719, 27.1768
Si, 23.2453, 9.7417, 27.2735
Si, 25.4781, 11.9791, 27.2418
Si, 28.9886, 15.177, 27.1921
Si, 31.1166, 1.2079, 27.0873
Si, 28.3948, 4.1407, 26.971
Si, 31.4826, 6.9005, 27.2201
Si, 28.2695, 9.2459, 27.2699
Si, 31.555, 12.5252, 26.9697
Si, 9.1519, 8.7758, 34.5508
Si, 6.1272, 13.7182, 29.5458
Si, 10.6728, 6.9644, 36.4674
Si, 6.6856, 11.5078, 31.1848
Si, 36.7727, 10.2162, 31.165
Si, 34.3522, 3.2451, 30.2097
Si, 12.5002, 6.1118, 31.4101
Si, 38.2612, 5.7062, 34.1288
Si, 21.0076, 9.2894, 36.6758
Si, 7.5947, 17.6219, 32.029
Si, 34.8724, 10.9584, 36.1176
Si, 37.3675, 15.2148, 36.8271
Si, 17.2338, 1.7129, 34.1551
Si, 23.952, 13.1082, 31.4996
Si, 14.6112, 7.743, 32.6516
Si, 23.0458, 9.1746, 34.1801
Si, 16.2336, 14.1614, 35.8152
Si, 31.6035, 14.8861, 36.7515
Si, 18.4256, 4.3606, 32.8125
Si, 21.4965, 15.073, 29.4505
Si, 24.5541, 5.2034, 29.1701
Si, 15.1168, 6.3835, 30.0666
Si, 23.9412, 4.5667, 32.0148
Si, 17.2729, 16.103, 31.5899
Si, 22.5627, 14.1192, 36.0895
Si, 25.2148, 6.8979, 33.4887
Si, 31.3046, 4.0679, 33.7432
Si, 21.5306, 8.2266, 29.4606
Si, 27.0868, 11.7472, 34.7765
Si, 32.1768, 12.6053, 29.6949
Si, 33.6813, 15.1601, 29.8884
Si, 7.2262, 3.1025, 34.5319
Si, 32.0811, 1.5215, 30.0226
Si, 31.1419, 5.9658, 30.2731
Si, 24.0817, 12.1225, 34.3897
Si, 33.5819, 5.2053, 32.0166
Si, 14.5186, 10.6172, 31.8727
Si, 20.7629, 15.4182, 34.0334
Si, 31.9166, 10.0678, 36.9514
Si, 39.6167, 17.372, 36.7918
Si, 36.5583, 9.4486, 34.0175
Si, 25.0035, 1.8354, 32.2734
Si, 30.4413, 17.6275, 32.4716
Si, 19.7268, 17.5191, 35.856
Si, 16.6502, 6.1882, 34.4461
Si, 9.8456, 16.5278, 33.7523
Si, 13.4288, 12.7107, 36.5311
Si, 12.1598, 4.3664, 36.2989
Si, 10.0166, 3.121, 34.4916
Si, 21.3142, 3.8039, 36.5278
Si, 10.3785, 12.5539, 32.0303
Si, 11.1258, 3.4817, 31.9026
Si, 30.8387, 13.2399, 32.0775
Si, 29.0228, 10.9766, 32.8471
Si, 15.5223, 1.5265, 30.0601
Si, 27.4181, 7.0688, 31.5016
Si, 21.5017, 4.8225, 33.5896
Si, 18.9417, 16.3413, 29.0796
Si, 13.2768, 11.0957, 29.158
Si, 19.1448, 11.3762, 31.7904
Si, 26.5145, 12.237, 30.0981
Si, 17.2318, 3.9907, 30.1373
Si, 28.7991, 13.9992, 36.1984
Si, 27.3279, 15.9541, 34.7034
Si, 21.532, 7.5471, 32.2623
Si, 22.8355, 15.9552, 31.6507
Si, 36.7519, 1.6921, 29.6761
Si, 9.0133, 9.6969, 31.5555
Si, 30.0036, 8.7058, 34.8431
Si, 21.453, 12.4051, 30.2228
Si, 25.9427, 2.1225, 35.1716
Si, 37.8048, 15.8064, 31.504
Si, 6.7175, 3.2912, 29.9714
Si, 26.722, 2.8576, 28.9467
Si, 34.7411, 10.8788, 29.2197
Si, 39.0722, 12.3014, 34.2778
Si, 38.1418, 8.0431, 29.4782
Si, 13.1146, 12.648, 33.5807
Si, 8.7406, 13.8748, 34.3707
Si, 14.9033, 16.8452, 35.4257
Si, 38.8412, 8.2874, 35.6907
Si, 15.2548, 4.4443, 36.6464
Si, 8.8253, 11.3641, 35.792
Si, 35.1628, 14.9588, 32.5706
Si, 24.9838, 16.0104, 36.4156
Si, 18.0568, 13.8679, 33.3386
Si, 12.7761, 17.5611, 31.1365
Si, 28.14, 9.7656, 30.1779
Si, 7.1052, 6.0389, 31.3806
Si, 11.0228, 13.3102, 29.1684
Si, 36.1994, 13.2848, 34.7946
Si, 26.7574, 4.478, 36.866
Si, 17.1566, 10.0368, 30.1777
Si, 18.4093, 7.6051, 36.6506
Si, 30.032, 6.7502, 32.7932
Si, 11.0569, 2.463, 29.1984
Si, 26.6831, 9.6059, 37.0021
Si, 12.8657, 15.7374, 33.3848
Si, 9.7055, 7.0936, 30.2884
Si, 28.6104, 4.6241, 29.9237
Si, 35.5114, 6.6909, 33.8247
Si, 28.6665, 14.3571, 30.2216
Si, 32.3663, 15.4034, 33.7348
Si, 34.51, 6.4666, 36.7632
Si, 27.3385, 7.1227, 35.7457
Si, 19.266, 8.7247, 31.3237
Si, 27.5735, 16.5265, 31.9634
Si, 32.0459, 4.5022, 36.7653
Si, 1.3856, 14.9761, 5.3477
Si, 4.0838, 1.3457, 5.401
Si, 1.3627, 4.0847, 5.3764
Si, 4.0704, 6.8517, 5.3885
Si, 1.3535, 9.5591, 5.3934
Si, 4.0982, 12.271, 5.3221
Si, 6.7998, 14.964, 5.364
Si, 9.5398, 1.3599, 5.3796
Si, 6.8181, 4.1009, 5.4001
Si, 9.5041, 6.8312, 5.3879
Si, 6.7826, 9.6004, 5.3486
Si, 9.5014, 12.2623, 5.3703
Si, 12.1713, 14.9743, 5.4094
Si, 14.9312, 1.3247, 5.4635
Si, 12.2243, 4.088, 5.4401
Si, 14.9451, 6.7663, 5.4551
Si, 12.208, 9.5347, 5.4063
Si, 14.9336, 12.2363, 5.4543
Si, 17.6375, 14.9604, 5.4697
Si, 20.4058, 1.3627, 5.5122
Si, 17.6568, 4.0714, 5.5085
Si, 20.4203, 6.7833, 5.5129
Si, 17.6682, 9.4881, 5.5153
Si, 20.4003, 12.225, 5.5522
Si, 23.1172, 14.9783, 5.5527
Si, 25.85, 1.3422, 5.5588
Si, 23.1352, 4.0667, 5.5089
Si, 25.92, 6.7637, 5.5257
Si, 23.1158, 9.5142, 5.5262
Si, 25.8586, 12.2302, 5.5207
Si, 28.5878, 14.9372, 5.4597
Si, 31.3083, 1.3646, 5.3992
Si, 28.6112, 4.0817, 5.4514
Si, 31.3059, 6.7739, 5.4445
Si, 28.579, 9.5042, 5.4522
Si, 31.3102, 12.2244, 5.4053
Si, 2.7231, 16.3134, 6.7588
Si, 5.445, 2.7293, 6.7448
Si, 2.7197, 5.4591, 6.7397
Si, 5.443, 8.2117, 6.7306
Si, 2.7415, 10.9176, 6.7249
Si, 5.4405, 13.6076, 6.7308
Si, 8.1535, 16.3302, 6.7347
Si, 10.8679, 2.7144, 6.7807
Si, 8.1585, 5.4664, 6.7641
Si, 10.8545, 8.1766, 6.7708
Si, 8.1424, 10.9146, 6.7465
Si, 10.8331, 13.6115, 6.7714
Si, 13.5595, 16.2933, 6.7995
Si, 16.2856, 2.6983, 6.8304
Si, 13.5877, 5.4222, 6.8168
Si, 16.294, 8.1275, 6.8361
Si, 13.5705, 10.8711, 6.7942
Si, 16.2925, 13.5903, 6.8253
Si, 19.0175, 16.3138, 6.8328
Si, 21.7722, 2.7129, 6.8691
Si, 19.0364, 5.4289, 6.8518
Si, 21.7638, 8.1493, 6.8755
Si, 19.0233, 10.8586, 6.8708
Si, 21.758, 13.601, 6.8871
Si, 24.4849, 16.318, 6.9068
Si, 27.2481, 2.7272, 6.8366
Si, 24.5091, 5.4253, 6.8562
Si, 27.2494, 8.1574, 6.8575
Si, 24.489, 10.8739, 6.8682
Si, 27.2358, 13.5922, 6.8467
Si, 29.9507, 16.3271, 6.7839
Si, 32.6599, 2.7265, 6.766
Si, 29.9492, 5.4377, 6.8255
Si, 32.6605, 8.1727, 6.7701
Si, 29.9552, 10.8711, 6.7897
Si, 32.6721, 13.6128, 6.7384
Si, 34.0148, 1.3631, 8.1256
Si, 4.0811, 4.0946, 8.1038
Si, 34.0135, 6.8065, 8.1287
Si, 4.0791, 9.5483, 8.1071
Si, 34.0239, 12.2581, 8.1127
Si, 4.0857, 14.9577, 8.1142
Si, 6.7967, 1.3657, 8.11
Si, 9.5045, 4.0878, 8.1272
Si, 6.7876, 6.8324, 8.106
Si, 9.4893, 9.5377, 8.1194
Si, 6.7884, 12.2613, 8.1183
Si, 9.4888, 14.9752, 8.1317
Si, 12.2241, 1.361, 8.153
Si, 14.9396, 4.0675, 8.185
Si, 12.2175, 6.8105, 8.1386
Si, 14.9336, 9.5151, 8.1646
Si, 12.2058, 12.2469, 8.1333
Si, 14.9254, 14.9478, 8.1709
Si, 17.6623, 1.3546, 8.1889
Si, 20.4008, 4.0744, 8.2086
Si, 17.6688, 6.7879, 8.1986
Si, 20.3955, 9.5074, 8.2214
Si, 17.659, 12.2391, 8.1938
Si, 20.3786, 14.9634, 8.2095
Si, 23.1227, 1.3626, 8.2391
Si, 25.8725, 4.069, 8.2049
Si, 23.1447, 6.7918, 8.2096
Si, 25.8618, 9.5084, 8.2036
Si, 23.1327, 12.2386, 8.2238
Si, 25.8714, 14.9464, 8.2145
Si, 28.6, 1.3526, 8.1765
Si, 31.3083, 4.0672, 8.1606
Si, 28.6037, 6.7963, 8.2014
Si, 31.3061, 9.5165, 8.1538
Si, 28.5995, 12.2227, 8.1761
Si, 31.3133, 14.9591, 8.1293
Si, 32.6584, 16.3252, 9.4986
Si, 2.7308, 2.7308, 9.4816
Si, 32.6611, 5.446, 9.506
Si, 2.7307, 8.1767, 9.4803
Si, 32.6674, 10.8943, 9.4911
Si, 2.7301, 13.6085, 9.4916
Si, 5.4381, 16.3261, 9.4773
Si, 8.1451, 2.7261, 9.4845
Si, 5.4345, 5.4582, 9.4695
Si, 8.1428, 8.1735, 9.4861
Si, 5.4348, 10.8955, 9.4826
Si, 8.1389, 13.6127, 9.4938
Si, 10.8567, 16.3223, 9.501
Si, 13.5781, 2.7098, 9.53
Si, 10.8637, 5.4422, 9.4951
Si, 13.5752, 8.1561, 9.5164
Si, 10.8521, 10.8851, 9.4927
Si, 13.567, 13.5879, 9.5172
Si, 16.2961, 16.3085, 9.5297
Si, 19.0309, 2.7109, 9.5495
Si, 16.3063, 5.4254, 9.5422
Si, 19.0291, 8.1465, 9.5607
Si, 16.2963, 10.8709, 9.532
Si, 19.0246, 13.594, 9.5549
Si, 21.751, 16.3149, 9.5688
Si, 24.5046, 2.7202, 9.5695
Si, 21.7707, 5.4346, 9.5578
Si, 24.5006, 8.154, 9.5642
Si, 21.7642, 10.8734, 9.5658
Si, 24.5017, 13.595, 9.5703
Si, 27.2335, 16.3217, 9.5469
Si, 29.9498, 2.7173, 9.5338
Si, 27.2266, 5.4413, 9.553
Si, 29.9566, 8.1669, 9.5408
Si, 27.2281, 10.8769, 9.5446
Si, 29.9559, 13.6045, 9.5125
Si, 34.0118, 14.9644, 10.8612
Si, 4.0811, 1.3658, 10.8461
Si, 34.0154, 4.0809, 10.8625
Si, 4.08, 6.8101, 10.8458
Si, 34.0123, 9.5261, 10.857
Si, 4.0797, 12.2465, 10.8566
Si, 6.785, 14.9702, 10.8562
Si, 9.5007, 1.3681, 10.8562
Si, 6.7856, 4.091, 10.8397
Si, 9.5016, 6.8066, 10.8476
Si, 6.787, 9.531, 10.8495
Si, 9.4992, 12.248, 10.8541
Si, 12.2158, 14.9614, 10.8671
Si, 14.9444, 1.3538, 10.8873
Si, 12.2186, 4.0846, 10.869
Si, 14.9417, 6.7996, 10.8798
Si, 12.2139, 9.525, 10.8608
Si, 14.936, 12.2365, 10.8799
Si, 17.6618, 14.9587, 10.8976
Si, 20.3931, 1.3598, 10.915
Si, 17.673, 4.0737, 10.9023
Si, 20.4042, 6.7936, 10.911
Si, 17.6658, 9.5198, 10.8964
Si, 20.3971, 12.2385, 10.9091
Si, 23.1283, 14.9568, 10.9138
Si, 25.8657, 1.353, 10.912
Si, 23.1346, 4.08, 10.9169
Si, 25.8628, 6.796, 10.9158
Si, 23.1331, 9.5147, 10.9159
Si, 25.8655, 12.231, 10.9129
Si, 28.5927, 14.9528, 10.8911
Si, 31.3041, 1.3528, 10.8836
Si, 28.5857, 4.0741, 10.8994
Si, 31.3065, 6.7956, 10.8872
Si, 28.5851, 9.5175, 10.9009
Si, 31.3067, 12.2416, 10.8719
Si, 2.7245, 16.3293, 12.2208
Si, 5.4341, 2.7284, 12.2098
Si, 2.7267, 5.4494, 12.2198
Si, 5.4339, 8.1669, 12.2133
Si, 2.7234, 10.886, 12.2228
Si, 5.432, 13.6079, 12.2209
Si, 8.1455, 16.3267, 12.218
Si, 10.8618, 2.7209, 12.223
Si, 8.1457, 5.4436, 12.2074
Si, 10.8601, 8.1602, 12.2164
Si, 8.1448, 10.886, 12.2156
Si, 10.8602, 13.5996, 12.2222
Si, 13.5821, 16.3117, 12.2347
Si, 16.3097, 2.7107, 12.248
Si, 13.5835, 5.4373, 12.2322
Si, 16.3063, 8.1549, 12.2433
Si, 13.5789, 10.8737, 12.2292
Si, 16.3022, 13.5924, 12.2428
Si, 19.03, 16.3144, 12.258
Si, 21.766, 2.7179, 12.2648
Si, 19.04, 5.432, 12.2595
Si, 21.7664, 8.1555, 12.2673
Si, 19.033, 10.8756, 12.2561
Si, 21.7647, 13.5956, 12.2651
Si, 24.4947, 16.3172, 12.2661
Si, 27.2213, 2.7199, 12.2641
Si, 24.4944, 5.4412, 12.2721
Si, 27.222, 8.1619, 12.2658
Si, 24.4971, 10.8756, 12.2693
Si, 27.225, 13.6004, 12.2588
Si, 29.9413, 16.3193, 12.2516
Si, 32.6567, 2.7241, 12.2363
Si, 29.9406, 5.4414, 12.2536
Si, 32.6578, 8.1684, 12.2354
Si, 29.9431, 10.8885, 12.2461
Si, 32.6549, 13.6067, 12.2338
Si, 34.007, 1.3601, 13.5976
Si, 4.0785, 4.0835, 13.5809
Si, 34.008, 6.8014, 13.5937
Si, 4.0771, 9.5221, 13.5822
Si, 34.0057, 12.2415, 13.5931
Si, 4.0745, 14.9659, 13.5855
Si, 6.7881, 1.368, 13.5773
Si, 9.503, 4.0851, 13.5749
Si, 6.7915, 6.8029, 13.5723
Si, 9.5051, 9.5228, 13.5748
Si, 6.7895, 12.2444, 13.5802
Si, 9.5052, 14.9642, 13.5778
Si, 12.2254, 1.361, 13.5839
Si, 14.9488, 4.0795, 13.5923
Si, 12.2233, 6.8037, 13.5805
Si, 14.9453, 9.52, 13.5913
Si, 12.2244, 12.2399, 13.5816
Si, 14.9471, 14.956, 13.5967
Si, 17.6743, 1.3579, 13.6109
Si, 20.4059, 4.0787, 13.6205
Si, 17.6757, 6.801, 13.6029
Si, 20.4001, 9.5194, 13.6145
Si, 17.6701, 12.2397, 13.6041
Si, 20.4, 14.9591, 13.6135
Si, 23.1298, 1.3585, 13.6198
Si, 25.8554, 4.0778, 13.6235
Si, 23.1297, 6.8, 13.6277
Si, 25.8568, 9.5172, 13.6278
Si, 23.1308, 12.2382, 13.6211
Si, 25.8566, 14.9553, 13.6205
Si, 28.5771, 1.3552, 13.6176
Si, 31.295, 4.0763, 13.6092
Si, 28.578, 6.7979, 13.62
Si, 31.2932, 9.5212, 13.6041
Si, 28.5788, 12.238, 13.6179
Si, 31.2941, 14.9565, 13.6092
Si, 32.6467, 16.3217, 14.9677
Si, 35.3609, 2.7277, 14.953
Si, 32.6477, 5.4455, 14.9651
Si, 35.3613, 8.1649, 14.9514
Si, 32.6454, 10.8863, 14.9622
Si, 35.3589, 13.605, 14.9522
Si, 5.4314, 16.3283, 14.9434
Si, 8.1505, 2.7236, 14.9375
Si, 5.438, 5.4432, 14.939
Si, 8.1504, 8.16, 14.9342
Si, 5.4331, 10.8823, 14.9425
Si, 8.1512, 13.6029, 14.938
Si, 10.8698, 16.317, 14.9397
Si, 13.5908, 2.7163, 14.9447
Si, 10.8657, 5.4413, 14.9351
Si, 13.5872, 8.158, 14.9426
Si, 10.8689, 10.8771, 14.9363
Si, 13.5898, 13.5902, 14.9459
Si, 16.3136, 16.3124, 14.9573
Si, 19.0427, 2.7148, 14.9685
Si, 16.3139, 5.4373, 14.9508
Si, 19.0378, 8.1581, 14.967
Si, 16.3098, 10.8753, 14.9536
Si, 19.0357, 13.5979, 14.9628
Si, 21.7658, 16.3166, 14.9722
Si, 24.4881, 2.7202, 14.9793
Si, 21.7659, 5.4395, 14.9822
Si, 24.4909, 8.1599, 14.9854
Si, 21.7633, 10.8794, 14.9726
Si, 24.4926, 13.5973, 14.9812
Si, 27.2109, 16.3205, 14.9805
Si, 29.9312, 2.7196, 14.9755
Si, 27.2118, 5.4413, 14.9814
Si, 29.9313, 8.1669, 14.9751
Si, 27.2148, 10.8817, 14.9841
Si, 29.9295, 13.6034, 14.9774
Si, 34.0001, 14.955, 16.3254
Si, 4.0767, 1.3666, 16.3131
Si, 34.0008, 4.0804, 16.3249
Si, 4.0793, 6.7994, 16.3034
Si, 34.0013, 9.5222, 16.3173
Si, 4.0756, 12.2405, 16.3073
Si, 6.7919, 14.9624, 16.2956
Si, 9.512, 1.3607, 16.2933
Si, 6.7988, 4.0859, 16.3006
Si, 9.5127, 6.8037, 16.2958
Si, 6.793, 9.5174, 16.296
Si, 9.5144, 12.2403, 16.2925
Si, 12.2333, 14.9544, 16.2961
Si, 14.9548, 1.3579, 16.305
Si, 12.2308, 4.0834, 16.2917
Si, 14.9534, 6.8023, 16.2996
Si, 12.2309, 9.5201, 16.2981
Si, 14.9509, 12.2339, 16.3101
Si, 17.6787, 14.9584, 16.3203
Si, 20.4053, 1.356, 16.329
Si, 17.6797, 4.0838, 16.3111
Si, 20.4009, 6.8044, 16.3319
Si, 17.6749, 9.523, 16.3162
Si, 20.3981, 12.2422, 16.3229
Si, 23.126, 14.9586, 16.3348
Si, 25.844, 1.3588, 16.3391
Si, 23.1289, 4.0798, 16.3411
Si, 25.8478, 6.7971, 16.3456
Si, 23.125, 9.5244, 16.3353
Si, 25.8511, 12.2397, 16.3466
Si, 28.5662, 14.9604, 16.3434
Si, 31.2814, 1.3543, 16.3364
Si, 28.5676, 4.0777, 16.3388
Si, 31.2872, 6.8041, 16.3319
Si, 28.5677, 9.5185, 16.3472
Si, 31.2832, 12.2378, 16.3332
Si, 35.3585, 16.3224, 17.6752
Si, 5.4425, 2.7295, 17.6651
Si, 35.3639, 5.4463, 17.6747
Si, 5.4361, 8.1592, 17.6608
Si, 35.3558, 10.8854, 17.6745
Si, 5.4424, 13.5965, 17.6591
Si, 8.1539, 16.3197, 17.6513
Si, 10.8787, 2.7184, 17.6468
Si, 8.1609, 5.4447, 17.6594
Si, 10.8743, 8.161, 17.6557
Si, 8.1599, 10.875, 17.6469
Si, 10.8808, 13.5906, 17.6541
Si, 13.5993, 16.308, 17.6544
Si, 16.3208, 2.7193, 17.6585
Si, 13.5902, 5.4445, 17.6499
Si, 16.3127, 8.1586, 17.6636
Si, 13.5932, 10.8691, 17.6651
Si, 16.316, 13.5921, 17.6673
Si, 19.0454, 16.3136, 17.6834
Si, 21.7655, 2.7152, 17.6914
Si, 19.0338, 5.4417, 17.6803
Si, 21.7604, 8.1692, 17.6917
Si, 19.0334, 10.8865, 17.6775
Si, 21.7593, 13.5973, 17.6865
Si, 24.4811, 16.3197, 17.7003
Si, 27.201, 2.7201, 17.6992
Si, 24.4862, 5.4382, 17.7081
Si, 27.2012, 8.1594, 17.7097
Si, 24.4821, 10.8811, 17.7029
Si, 27.204, 13.606, 17.7107
Si, 29.921, 16.3187, 17.71
Si, 32.6349, 2.7225, 17.6896
Si, 29.9206, 5.4481, 17.694
Si, 32.643, 8.1702, 17.6896
Si, 29.9238, 10.8851, 17.7058
Si, 32.6381, 13.5969, 17.6943
Si, 33.9899, 1.3523, 19.041
Si, 4.0912, 4.0929, 19.0309
Si, 34.0093, 6.8095, 19.0392
Si, 4.077, 9.5198, 19.0212
Si, 33.9893, 12.2266, 19.0507
Si, 4.0883, 14.9579, 19.0181
Si, 6.8074, 1.3671, 19.0144
Si, 9.5347, 4.0862, 19.0076
Si, 6.8022, 6.8064, 19.0185
Si, 9.5183, 9.5229, 19.0121
Si, 6.8038, 12.226, 19.0087
Si, 9.5144, 14.9511, 18.9985
Si, 12.2388, 1.3512, 18.998
Si, 14.9554, 4.0855, 18.998
Si, 12.2425, 6.8098, 19.0138
Si, 14.9541, 9.51, 19.0272
Si, 12.2359, 12.2285, 19.0209
Si, 14.9577, 14.9501, 19.0202
Si, 17.6817, 1.3654, 19.0235
Si, 20.3946, 4.0765, 19.0345
Si, 17.6737, 6.8116, 19.0304
Si, 20.4001, 9.5423, 19.0408
Si, 17.6696, 12.24, 19.0393
Si, 20.4013, 14.9507, 19.0502
Si, 23.1193, 1.3568, 19.0624
Si, 25.8482, 4.0768, 19.0717
Si, 23.1171, 6.8072, 19.0528
Si, 25.8331, 9.5175, 19.0697
Si, 23.1173, 12.2459, 19.0562
Si, 25.8327, 14.9621, 19.0714
Si, 28.5456, 1.3553, 19.0663
Si, 31.2734, 4.0864, 19.052
Si, 28.5594, 6.7967, 19.0705
Si, 31.2814, 9.5209, 19.0642
Si, 28.567, 12.2495, 19.0722
Si, 31.281, 14.9513, 19.0671
Si, 32.6355, 16.3164, 20.4238
Si, 35.3635, 2.7219, 20.3678
Si, 32.6415, 5.4555, 20.3948
Si, 35.3636, 8.1765, 20.4004
Si, 32.6391, 10.8686, 20.4407
Si, 35.366, 13.5971, 20.3729
Si, 5.4579, 16.3149, 20.3687
Si, 8.1792, 2.7285, 20.3622
Si, 5.4504, 5.4594, 20.394
Si, 8.159, 8.1727, 20.3722
Si, 5.453, 10.8626, 20.3722
Si, 8.1783, 13.5716, 20.3581
Si, 10.8738, 16.3121, 20.3469
Si, 13.6072, 2.7118, 20.3422
Si, 10.8954, 5.4462, 20.369
Si, 13.5961, 8.1576, 20.3946
Si, 10.8787, 10.8666, 20.3827
Si, 13.6054, 13.5799, 20.3766
Si, 16.3239, 16.3165, 20.3672
Si, 19.0407, 2.7159, 20.3961
Si, 16.2972, 5.4488, 20.3672
Si, 19.0316, 8.1868, 20.3849
Si, 16.3092, 10.8691, 20.388
Si, 19.0277, 13.5985, 20.4056
Si, 21.7608, 16.3062, 20.418
Si, 24.4841, 2.7124, 20.4253
Si, 21.7385, 5.4488, 20.3915
Si, 24.4679, 8.1565, 20.4356
Si, 21.7533, 10.8978, 20.4186
Si, 24.4606, 13.6076, 20.4312
Si, 27.1882, 16.3163, 20.4416
Si, 29.8943, 2.7367, 20.411
Si, 27.2034, 5.437, 20.4446
Si, 29.9119, 8.168, 20.4255
Si, 27.1877, 10.8952, 20.4185
Si, 29.9316, 13.5965, 20.4504
O, 34.4337, 15.1621, 28.4566
O, 36.6324, 14.6786, 35.4981
O, 18.2295, 11.2418, 30.4452
O, 11.8012, 17.4819, 29.8382
O, 29.5731, 9.9749, 33.9722
O, 35.504, 5.4914, 27.519
O, 11.1212, 8.2212, 37.4145
O, 6.8936, 14.865, 28.7178
O, 32.6035, 8.0484, 27.3954
O, 34.1837, 9.5054, 28.6192
O, 13.7235, 11.4805, 37.524
O, 11.6584, 14.6511, 28.521
O, 6.4984, 6.2537, 32.8712
O, 7.1238, 13.7613, 34.4185
O, 17.6564, 15.7463, 28.3238
O, 19.1225, 5.5137, 27.561
O, 13.5909, 5.3533, 27.4842
O, 9.365, 6.603, 28.7677
O, 16.2593, 13.6185, 27.6579
O, 11.013, 8.1483, 27.5847
O, 32.7536, 14.1971, 37.6508
O, 34.2345, 3.6281, 28.6452
O, 15.2307, 7.0438, 28.5878
O, 27.2949, 17.5671, 34.923
O, 20.9923, 12.0965, 28.7087
O, 18.5982, 16.3947, 30.6606
O, 28.4519, 7.0765, 32.7526
O, 25.2406, 6.5279, 28.5432
O, 24.3794, 10.8469, 27.7035
O, 30.0321, 16.3908, 27.5137
O, 27.4317, 2.9111, 27.4811
O, 32.7161, 13.6588, 27.1467
O, 9.3598, 12.8788, 35.5123
O, 26.7857, 10.6494, 30.1154
O, 31.6253, 12.1717, 31.1387
O, 27.5654, 3.4256, 37.764
O, 29.0897, 10.3318, 31.364
O, 26.3323, 8.0716, 36.6181
O, 17.0382, 14.2397, 37.2181
O, 37.5027, 4.1867, 38.4541
O, 13.2001, 16.1907, 31.8613
O, 18.5823, 12.4049, 38.2331
O, 21.846, 8.5641, 37.8268
O, 23.2653, 4.7572, 28.3212
O, 9.6865, 12.8743, 28.3887
O, 35.6779, 5.5751, 37.413
O, 32.7285, 3.2873, 37.5944
O, 33.9242, 15.6732, 33.3439
O, 25.0771, 2.1453, 33.8359
O, 39.9814, 12.5371, 38.4015
O, 23.8975, 17.7583, 38.7182
O, 28.7127, 4.9949, 28.339
O, 14.1084, 1.9857, 30.6561
O, 31.1237, 6.4471, 28.7442
O, 37.9152, 9.3036, 34.8567
O, 6.64, 11.8961, 32.7389
O, 8.1349, 10.8675, 27.684
O, 16.2251, 3.3546, 37.395
O, 18.7856, 6.544, 37.8078
O, 15.7345, 1.7921, 34.8168
O, 36.3076, 16.118, 37.6289
O, 37.8629, 13.9361, 37.6794
O, 13.4021, 14.2347, 33.5736
O, 12.0773, 3.3911, 28.3685
O, 29.995, 14.2817, 31.1465
O, 5.5197, 2.6406, 27.1213
O, 31.129, 12.1947, 28.5272
O, 25.4545, 12.6597, 31.2143
O, 9.862, 1.9768, 28.2649
O, 24.0281, 5.4592, 30.6692
O, 26.3787, 17.5647, 31.6898
O, 30.7763, 7.6897, 33.8577
O, 25.6317, 12.4114, 34.7177
O, 12.0758, 4.7444, 32.1165
O, 9.5542, 6.0584, 37.2591
O, 31.0377, 16.1787, 37.5625
O, 21.3091, 14.3795, 35.1323
O, 8.4416, 16.9131, 37.3137
O, 36.5465, 15.8143, 32.5275
O, 18.4317, 4.2359, 31.194
O, 24.5431, 5.4492, 33.2295
O, 35.8006, 10.6767, 37.4327
O, 12.8494, 1.7614, 38.3622
O, 30.152, 4.6655, 30.4274
O, 37.4425, 16.7042, 30.2387
O, 17.2948, 8.5352, 37.3298
O, 12.9045, 12.1621, 35.1108
O, 11.2625, 15.8241, 33.4705
O, 12.9225, 9.7489, 28.3584
O, 22.1693, 7.4794, 30.7609
O, 15.9693, 4.9994, 35.3141
O, 30.3777, 13.8525, 36.5118
O, 9.0416, 15.4268, 34.6167
O, 23.2393, 12.7261, 35.6253
O, 19.0009, 10.8894, 27.5889
O, 30.7487, 1.3324, 30.8843
O, 15.4525, 1.5658, 28.4474
O, 11.2251, 6.7625, 30.6894
O, 15.3461, 7.4903, 31.2232
O, 23.8459, 6.9884, 38.4861
O, 34.7027, 14.6736, 31.0406
O, 22.0778, 14.0075, 37.6252
O, 21.1231, 13.9526, 30.5383
O, 32.7583, 4.3201, 33.0851
O, 38.7549, 4.2526, 34.6192
O, 15.497, 7.1725, 33.8768
O, 32.393, 14.2019, 29.8042
O, 36.2775, 1.2934, 28.1905
O, 21.6061, 2.8307, 27.6647
O, 22.0526, 9.3571, 35.4514
O, 20.987, 7.137, 28.408
O, 16.9088, 9.7721, 28.6037
O, 6.4868, 16.4397, 32.1857
O, 11.7544, 12.3174, 32.8114
O, 6.8213, 4.5095, 31.0038
O, 13.1503, 7.0445, 32.5651
O, 27.6507, 5.6624, 30.7153
O, 36.1603, 8.061, 33.3222
O, 29.2864, 1.5923, 38.4934
O, 9.0011, 10.9289, 37.3343
O, 28.8405, 14.4329, 28.6253
O, 36.8251, 10.3921, 32.754
O, 34.6142, 1.6042, 38.4094
O, 16.1859, 5.2038, 30.2201
O, 28.7117, 7.9391, 35.4708
O, 19.9099, 7.4579, 32.0709
O, 7.5129, 10.125, 31.1235
O, 8.2547, 16.4577, 27.3986
O, 27.7482, 8.2453, 30.4771
O, 17.6291, 3.7737, 28.5966
O, 18.2019, 17.5283, 35.345
O, 24.1577, 7.973, 34.1027
O, 23.753, 17.1919, 32.0456
O, 27.0841, 10.4118, 35.6815
O, 23.8863, 10.5422, 34.1532
O, 14.3572, 11.903, 32.8449
O, 6.3872, 9.0731, 28.5841
O, 20.6375, 16.8927, 34.684
O, 36.6789, 5.5673, 33.7701
O, 6.4332, 7.0319, 30.3019
O, 25.4026, 15.7293, 37.9454
O, 11.3972, 3.6826, 35.0634
O, 15.0662, 5.6523, 37.6981
O, 15.5435, 9.8401, 38.4632
O, 35.5491, 13.5908, 33.3468
O, 31.7365, 1.7919, 28.4726
O, 33.0923, 16.6101, 30.2073
O, 38.0437, 14.3328, 30.8673
O, 13.6247, 5.8037, 30.2935
O, 37.7864, 2.9236, 29.8031
O, 25.655, 4.042, 29.056
O, 10.5092, 3.3851, 30.4115
O, 25.0459, 17.6213, 36.2361
O, 20.6679, 11.6233, 31.363
O, 34.5663, 12.5538, 38.6066
O, 19.3042, 14.861, 33.6239
O, 27.8811, 12.9842, 30.4987
O, 27.711, 5.7258, 36.4805
O, 22.0723, 8.9305, 32.9058
O, 15.8985, 10.4965, 31.0579
O, 10.278, 15.2122, 38.1563
O, 22.5798, 9.1746, 28.6682
O, 20.1831, 2.7156, 36.1641
O, 35.4077, 2.0631, 30.4685
O, 35.0002, 6.9651, 35.3277
O, 11.9228, 5.9659, 36.1744
O, 13.5601, 16.2797, 27.634
O, 19.9126, 16.5999, 37.1918
O, 10.1449, 7.6014, 35.0716
O, 27.1091, 8.1428, 27.6395
O, 34.7577, 4.4128, 31.2426
O, 14.6092, 11.7863, 28.5438
O, 11.4101, 3.8058, 37.6295
O, 29.1585, 12.3939, 38.8276
O, 35.0879, 12.495, 35.6578
O, 24.395, 16.1877, 27.6267
O, 30.2949, 5.2406, 33.2798
O, 17.7836, 8.6195, 30.7133
O, 38.5798, 8.6217, 37.2567
O, 20.1277, 15.3231, 28.6629
O, 31.4705, 3.9983, 35.3508
O, 7.2734, 11.3265, 35.2748
O, 26.0693, 15.303, 35.4671
O, 10.0245, 1.5166, 34.6665
O, 37.7604, 13.1121, 28.4208
O, 28.8846, 17.2583, 32.5391
O, 28.8445, 9.8001, 28.7091
O, 34.2763, 6.3832, 32.8498
O, 17.7595, 3.1212, 33.596
O, 9.9164, 3.5394, 32.936
O, 27.9333, 9.4258, 38.0114
O, 33.2961, 10.6645, 36.3634
O, 19.1768, 9.8995, 32.4463
O, 38.6897, 16.083, 36.5906
O, 32.2481, 15.315, 35.3409
O, 24.7757, 3.2604, 31.5807
O, 30.8393, 5.1626, 37.6134
O, 25.4777, 5.0843, 37.6403
O, 10.6713, 13.4757, 30.7287
O, 33.1563, 5.6409, 36.5422
O, 25.9272, 7.3181, 32.0812
O, 31.4169, 16.5813, 33.2031
O, 35.2984, 10.6103, 30.6918
O, 37.8396, 11.2781, 30.6025
O, 7.7378, 8.4841, 35.2688
O, 26.0398, 12.6763, 28.609
O, 17.2238, 14.5746, 32.1312
O, 17.2666, 17.0338, 32.8965
O, 17.4817, 5.6156, 33.1906
O, 33.604, 11.9813, 29.3459
O, 7.2936, 2.5315, 33.0295
O, 37.2032, 7.2106, 28.4699
O, 21.7998, 15.5724, 32.8176
O, 30.5468, 7.0742, 31.2881
O, 19.9561, 4.5059, 33.2935
O, 32.8621, 2.7905, 30.6244
O, 27.9249, 14.2206, 37.552
O, 30.6605, 2.7077, 33.2106
O, 19.5153, 1.4138, 28.4816
O, 9.0351, 16.9423, 32.3937
O, 35.8626, 11.3667, 28.1779
O, 22.5393, 3.1075, 37.3198
O, 32.1996, 9.1947, 38.2737
O, 7.5407, 7.0423, 38.4733
O, 9.6688, 10.2555, 34.9734
O, 38.4138, 6.7602, 35.3516
O, 22.5827, 14.503, 28.4055
O, 8.636, 3.7071, 35.0968
O, 37.1927, 8.7882, 30.5473
O, 23.7873, 14.6991, 31.2725
O, 12.2878, 13.6385, 37.2502
O, 7.2793, 3.8351, 28.5411
O, 25.9749, 1.436, 28.8317
O, 13.3931, 10.7195, 30.7159
O, 29.334, 7.1367, 38.5403
O, 21.8508, 6.3819, 33.3149
O, 19.7328, 8.4126, 36.2081
O, 27.4985, 11.3234, 33.2689
O, 22.4793, 4.0569, 32.5362
O, 18.1897, 1.7298, 38.3492
O, 7.2102, 12.6643, 30.172
O, 26.2544, 3.637, 35.5886
O, 23.5556, 15.3972, 36.0125
O, 22.0188, 16.3504, 30.289
O, 17.1612, 13.5105, 34.6527
O, 9.8495, 11.0783, 31.6274
O, 8.6959, 6.3416, 31.3112
O, 7.5204, 1.9885, 30.5488
O, 37.5206, 12.3525, 34.6829
O, 6.9338, 1.7805, 35.3795
O, 20.4304, 10.6752, 37.343
O, 12.0069, 2.1576, 32.2253
O, 12.0735, 12.1227, 28.9479
O, 23.9091, 12.387, 38.5347
O, 15.9034, 15.6049, 35.2048
O, 13.7362, 3.9475, 36.2946
O, 26.4303, 6.6833, 34.5065
O, 15.9801, 16.4126, 30.6586
O, 21.812, 4.4913, 35.148
O, 13.0533, 7.054, 38.6006
O, 14.3765, 9.3269, 32.8288
O, 20.7095, 4.8678, 37.5865
O, 14.5942, 16.8446, 37.0227
O, 27.8451, 15.685, 30.6277
O, 9.5497, 8.7063, 30.4012
O, 20.276, 9.0746, 30.0688
O, 32.6284, 5.6962, 30.8047
O, 13.559, 16.6474, 34.5368
O, 23.5897, 12.8562, 33.0457
O, 9.3124, 13.3571, 32.9409
O, 35.3612, 9.9858, 34.9359
O, 34.2554, 7.6925, 37.7849
O, 27.9115, 3.1488, 30.0259
O, 31.8679, 14.0321, 33.0291
O, 29.8598, 12.3455, 32.9723
O, 28.1888, 12.7439, 35.4025
O, 17.7398, 6.9445, 35.3586
O, 39.0469, 2.1203, 37.8406
O, 16.5842, 2.5973, 30.5995
O, 14.831, 13.4529, 36.2014
O, 30.9375, 11.2094, 37.5189
O, 18.6008, 12.4484, 32.8258
O, 9.0314, 8.8433, 32.9384
O, 28.6898, 15.3398, 35.2901
O, 31.0996, 9.1522, 35.9231
O, 27.1261, 15.5313, 33.1578
O, 23.0352, 12.2246, 30.4842
O, 25.4762, 10.4065, 37.7083

Results
total energy: -218734.807 eV
total energy less fixed offsets of O -438.35, Si -107.03 eV per atom: -16.087 eV

Forces (eV/angstrom), in the order of the atoms: element, x, y, z
Si, -0.1546, 0.1326, 0.7654
Si, -0.2005, 0.1098, 0.6708
Si, 0.2188, -0.419, 0.6525
Si, -0.2139, 0.3389, 0.6409
Si, 0.1906, -0.1686, 0.7695
Si, 0.1182, -0.2103, 0.715
Si, 0.2581, -0.3908, 0.6673
Si, -0.1165, 0.2502, 0.6427
Si, 0.0831, -0.2788, 0.6938
Si, 0.2591, -0.2867, 0.7584
Si, -0.0979, 0.2656, 0.7425
Si, -0.2555, 0.106, 0.7104
Si, 0.2218, -0.2218, 0.6811
Si, -0.3193, 0.3041, 0.6581
Si, 0.0324, -0.0652, 0.7383
Si, -0.0052, 0.1535, 0.7307
Si, 0.1287, -0.2277, 0.6488
Si, -0.0736, 0.1549, 0.7076
Si, 0.2419, -0.0819, 0.7034
Si, -0.0991, 0.0758, 0.7703
Si, 0.2086, -0.0489, 0.7522
Si, -0.2335, -0.0399, 0.5919
Si, 0.2062, -0.1, 0.6747
Si, -0.3184, 0.2326, 0.6101
Si, 0.1418, -0.2033, 0.723
Si, -0.1103, 0.1949, 0.697
Si, 0.163, -0.1307, 0.6852
Si, 0.1494, -0.1719, 0.6751
Si, 0.3142, -0.3309, 0.6641
Si, -0.1712, 0.2096, 0.6377
Si, 0.1579, -0.0913, 0.7517
Si, 0.154, -0.0098, 0.7204
Si, -0.1832, 0.2922, 0.7999
Si, -0.2796, 0.2223, 0.6984
Si, 0.317, -0.166, 0.6237
Si, -0.0347, 0.2538, 0.6681
Si, 0.0066, -0.0135, -0.0536
Si, -0.0117, -0.002, -0.0353
Si, 0.0009, 0.0005, -0.0573
Si, 0.0211, -0.0094, -0.0516
Si, -0.0094, 0.0277, -0.0539
Si, -0.0108, 0.0293, -0.0601
Si, -0.0052, -0.0015, -0.0488
Si, -0.0141, -0.0113, -0.0712
Si, 0.0558, 0.0388, -0.0093
Si, 0.0059, -0.012, -0.0277
Si, 0.0312, 0.0026, -0.0578
Si, 0.0025, 0.0043, -0.0333
Si, -0.0136, -0.0025, -0.0209
Si, -0.0025, -0.0032, -0.0265
Si, -0.0013, -0.0065, -0.0707
Si, -0.0182, -0.0237, -0.0366
Si, -0.0326, -0.0123, -0.0431
Si, 0.0022, -0.0381, -0.0465
Si, 0.0066, 0.0097, -0.064
Si, 0.012, -0.0082, -0.044
Si, 0.0088, -0.0084, -0.0604
Si, 0.016, 0.0362, 0.0079
Si, 0.0027, -0.031, -0.035
Si, 0.0103, 0.0328, -0.0608
Si, -0.0051, 0.0112, -0.0513
Si, 0.0028, -0.0075, -0.0578
Si, -0.0419, 0.0193, -0.0431
Si, 0.0181, -0.0031, -0.0649
Si, 0.0249, -0.0062, -0.0166
Si, -0.0019, -0.0027, -0.0352
Si, -0.0223, 0.0053, -0.0478
Si, -0.0205, 0.0281, -0.053
Si, -0.0136, -0.0215, -0.0477
Si, 0.0084, 0.0166, -0.0545
Si, -0.0188, 0.0118, -0.0196
Si, 0.0217, 0.0053, -0.0315
Si, -0.0147, -0.0001, -0.0074
Si, 0.011, -0.0028, 0.0324
Si, -0.0286, -0.0027, 0.0288
Si, 0.0088, 0.0119, 0.0002
Si, -0.0089, -0.0016, 0.0348
Si, 0.0059, -0.0012, 0.0417
Si, 0.0136, 0.0168, 0.0162
Si, -0.0123, -0.0201, 0.0159
Si, -0.0146, -0.0017, 0.0347
Si, -0.003, -0.0022, 0.0034
Si, -0.0356, -0.0271, -0.0073
Si, 0.023, 0.0036, 0.017
Si, 0.0187, 0.0177, 0.0158
Si, 0.0039, -0.0022, 0.0235
Si, 0.0118, 0.013, -0.0013
Si, -0.0014, -0.0027, 0.0261
Si, -0.0169, -0.0002, 0.0047
Si, -0.0263, 0.0251, 0.0122
Si, 0.0245, 0.0189, 0.026
Si, -0.0187, 0.0038, 0.0103
Si, 0.0223, 0.0093, 0.0188
Si, -0.0166, 0.0175, 0.0161
Si, 0.0384, -0.0144, 0.0335
Si, -0.0172, -0.0154, 0.0432
Si, 0.012, -0.0034, 0.0167
Si, 0.0225, -0.0048, 0.0179
Si, 0.0095, -0.0217, 0.0315
Si, -0.0107, -0.0103, 0.0118
Si, 0.0212, 0.0279, 0.0335
Si, -0.0136, -0.0114, 0.0155
Si, -0.0067, 0.0081, 0.0287
Si, -0.0078, -0.0078, 0.0415
Si, 0.0178, -0.0237, 0.0081
Si, 0.0337, -0.0082, 0.0178
Si, -0.0103, -0.0069, 0.0249
Si, 0.004, -0.0162, 0.0064
Si, -0.011, 0.0111, 0.0094
Si, 0.0228, 0.0031, 0.0112
Si, 0.0028, -0.0147, -0.0149
Si, -0.0071, -0.0143, 0.0123
Si, 0.0188, 0.0032, -0.0154
Si, -0.0093, 0.0076, -0.024
Si, -0.0129, -0.0138, 0.0021
Si, 0.0136, -0.0087, 0.006
Si, 0.0135, -0.0009, -0.0103
Si, 0.0197, 0.0024, -0.0107
Si, 0.0159, 0.0118, -0.0092
Si, 0.0055, 0.0159, 0.0007
Si, 0.0083, -0.0096, -0.0053
Si, -0.0282, -0.007, 0.0074
Si, 0.0057, 0.0029, 0.001
Si, -0.0234, 0.0077, 0.0183
Si, 0.0024, 0.0115, 0.0035
Si, -0.0093, -0.02, 0.0342
Si, 0.0076, -0.0052, -0.018
Si, -0.0069, 0.0044, 0.0081
Si, -0.0136, 0.0109, -0.0181
Si, -0.0021, 0.0027, -0.0159
Si, -0.0061, 0.0128, -0.0007
Si, -0.0043, -0.0102, -0.0217
Si, 0.003, -0.0076, -0.0175
Si, -0.0007, -0.0118, 0.0031
Si, 0.0099, -0.0136, -0.0194
Si, -0.0062, 0.0136, 0.0262
Si, -0.0057, -0.027, -0.0004
Si, -0.0004, -0.0005, 0.0226
Si, 0.001, 0.0044, 0.0009
Si, 0.0092, 0.0118, -0.0368
Si, -0.008, 0.0214, -0.0061
Si, -0.0085, 0.002, 0.0179
Si, -0.0072, -0.005, -0.004
Si, -0.0095, 0.0113, -0.0134
Si, -0.0164, 0.0041, -0.0137
Si, 0.0071, -0.002, -0.0217
Si, 0.0117, -0.0149, -0.0142
Si, -0.0032, 0.0051, -0.006
Si, -0.0095, -0.0175, 0.0049
Si, -0.0041, 0.0092, -0.0122
Si, -0.003, 0.0054, -0.0121
Si, 0.004, -0.0005, -0.0052
Si, -0.0063, 0.01, -0.0075
Si, 0.0056, -0.0014, -0.006
Si, -0.0039, -0.0057, 0.0019
Si, -0.0045, -0.0047, 0.0005
Si, -0.0109, 0.0106, -0.004
Si, 0.0009, -0.0063, -0.0053
Si, 0.0138, 0.0076, -0.011
Si, -0.003, -0.0029, 0.0029
Si, -0.0091, -0.004, -0.0004
Si, -0.0028, -0.0008, 0.0103
Si, -0.0039, 0.0112, -0.0039
Si, -0.0046, 0.0026, -0.005
Si, 0.0213, 0.0109, -0.016
Si, 0.0003, -0.0117, -0.013
Si, 0.0136, -0.0048, -0.0058
Si, -0.0035, 0.0059, 0
Si, 0.0011, 0.0047, -0.0034
Si, -0.0116, 0.0078, 0.0077
Si, -0.0049, -0.0031, -0.0086
Si, -0.0016, 0.0058, -0.007
Si, 0.0128, 0.0053, 0.0007
Si, 0.0023, -0.0014, -0.0168
Si, -0.0025, 0.0046, -0.0037
Si, 0.0012, -0.0279, -0.0224
Si, 0.0046, -0.0047, 0.0026
Si, 0.0045, 0.0005, -0.0136
Si, -0.0018, 0.0027, -0.0118
Si, 0.0152, -0.0067, 0.0031
Si, 0.012, -0.0041, 0.0117
Si, -0.0093, -0.0028, -0.0156
Si, -0.0133, -0.005, 0.0003
Si, -0.0061, 0.0017, -0.0021
Si, 0.0012, 0.0012, -0.0055
Si, 0.0099, -0.0179, -0.0118
Si, -0.0052, -0.0104, 0.0129
Si, 0.011, -0.0136, -0.0017
Si, -0.0168, -0.0089, 0.0054
Si, 0.0114, -0.0034, 0.0196
Si, 0.0122, 0.0145, 0.0138
Si, 0.0221, 0.0255, -0.0055
Si, 0.0029, -0.0143, 0.0053
Si, -0.0026, 0.0118, -0.012
Si, -0.0043, 0.0021, -0.0004
Si, 0.0101, -0.0162, 0.0038
Si, 0.0021, 0.0171, -0.0014
Si, 0.008, 0.0088, 0.0153
Si, 0.0267, 0.0045, -0.0016
Si, 0.0032, -0.006, 0.0076
Si, -0.0166, -0.0075, -0.0048
Si, -0.0253, 0.003, 0.0049
Si, 0.0066, 0.0074, 0.0051
Si, -0.0103, 0.0004, 0.0061
Si, -0.0046, -0.0135, 0.0258
Si, 0.0049, -0.009, -0.0126
Si, 0.0202, -0.0063, -0.017
Si, -0.0274, 0.0108, 0.006
Si, 0.0108, -0.0132, 0.0112
Si, -0.0083, -0.0088, -0.0343
Si, -0.0002, 0.027, 0.0099
Si, 0.0096, 0.0104, -0.0203
Si, -0.0052, -0.0083, 0.0126
Si, 0.0144, -0.0018, 0.0048
Si, -0.0024, -0.0003, -0.0027
Si, 0.0074, 0.0099, -0.0133
Si, 0.0081, -0.0061, -0.0126
Si, 0.0235, 0.0065, -0.036
Si, 0.0105, -0.0268, -0.047
Si, 0.0058, 0.0087, -0.0094
Si, -0.0167, 0.031, -0.0259
Si, -0.0017, 0.0137, -0.0209
Si, -0.0339, -0.0023, -0.051
Si, 0.0571, 0.0041, -0.0225
Si, -0.0235, 0.0254, -0.0034
Si, -0.0014, -0.0112, -0.0313
Si, 0.0026, -0.0199, -0.0166
Si, -0.011, -0.0076, -0.0078
Si, -0.0013, 0.0079, -0.0073
Si, -0.0039, 0.0087, -0.0283
Si, -0.0298, -0.0042, -0.044
Si, -0.0002, -0.0049, -0.004
Si, -0.0106, 0.0101, -0.0051
Si, 0.0008, -0.0195, -0.0208
Si, 0.0069, -0.0044, 0.0032
Si, 0.0131, -0.0078, -0.0314
Si, 0.0095, 0.006, -0.0181
Si, -0.0106, -0.0082, -0.0121
Si, -0.0009, 0.0162, -0.0252
Si, 0.0061, -0.022, -0.0242
Si, -0.0056, 0.0431, -0.022
Si, -0.0239, -0.0211, -0.0154
Si, 0.0116, 0.0047, -0.0091
Si, 0.0197, 0.0001, -0.0425
Si, 0.0012, -0.0057, -0.0182
Si, -0.0094, 0.0176, -0.0071
Si, 0.0385, -0.0282, -0.0378
Si, -0.018, 0.0373, -0.0066
Si, -0.0023, 0.003, -0.033
Si, 0.0027, -0.0159, -0.0097
Si, -0.0154, -0.0157, 0.0034
Si, 0.0022, 0.01, -0.03
Si, -0.0266, -0.0032, 0.0468
Si, -0.0381, 0.0166, 0.0573
Si, 0.0346, 0.0159, 0.0671
Si, -0.0163, -0.0124, 0.0292
Si, 0.0196, -0.023, 0.0122
Si, 0.0141, -0.0193, 0.0711
Si, 0.0331, -0.0326, 0.0458
Si, -0.0099, -0.0213, 0.068
Si, -0.0196, -0.0024, 0.0382
Si, 0.001, 0.0085, 0.0515
Si, 0.0062, 0.013, 0.0571
Si, 0.0104, 0.0098, 0.0272
Si, -0.0004, -0.0243, 0.022
Si, 0.0015, -0.0287, 0.0316
Si, 0.0115, 0.0047, 0.0459
Si, 0.0031, -0.0185, 0.0646
Si, 0.0026, 0.0152, 0.044
Si, 0.005, 0.0191, 0.0301
Si, -0.0029, -0.0065, 0.0567
Si, -0.0083, 0.0124, 0.056
Si, 0.0062, -0.0173, 0.0398
Si, 0.0076, 0.0215, 0.0266
Si, -0.0086, 0.022, 0.0515
Si, 0.0042, -0.0105, 0.0519
Si, -0.0223, 0.0315, 0.0617
Si, 0.0371, 0.0241, 0.0558
Si, -0.0266, -0.0151, 0.0576
Si, 0.006, 0.0076, 0.0409
Si, 0.0249, -0.0002, 0.0671
Si, 0.0032, 0.0038, 0.0537
Si, 0.0342, 0.0103, 0.0221
Si, -0.0177, -0.0164, 0.0281
Si, -0.0163, 0.0445, 0.045
Si, 0.0126, 0.009, 0.0308
Si, -0.0165, -0.011, 0.0624
Si, -0.0101, 0.0221, 0.0503
Si, 0.2347, 0.2838, -0.5835
Si, -0.1503, -0.2699, -0.7053
Si, -0.3593, -0.1685, -0.7239
Si, 0.1799, 0.1598, -0.7255
Si, 0.2419, 0.3256, -0.7197
Si, 0.0585, 0.1257, -0.7301
Si, -0.3492, -0.3135, -0.7506
Si, 0.2689, 0.0951, -0.7503
Si, 0.217, 0.4522, -0.5917
Si, -0.2312, -0.2417, -0.724
Si, -0.1438, -0.1721, -0.7089
Si, 0.1807, 0.0303, -0.7198
Si, -0.1245, -0.2074, -0.6852
Si, 0.0546, 0.18, -0.7485
Si, -0.2306, -0.1041, -0.7161
Si, 0.2187, 0.1912, -0.6494
Si, 0.0455, 0.246, -0.7448
Si, -0.2344, -0.1154, -0.7305
Si, 0.2649, -0.0031, -0.726
Si, -0.0436, -0.3173, -0.6834
Si, -0.2978, -0.1208, -0.7248
Si, 0.1006, 0.2538, -0.7305
Si, -0.0685, -0.3946, -0.6698
Si, 0.1362, 0.3729, -0.6628
Si, -0.2096, -0.1274, -0.7522
Si, 0.2625, 0.2977, -0.6252
Si, 0.2245, -0.038, -0.7378
Si, -0.1352, -0.2328, -0.6771
Si, -0.1843, -0.2158, -0.7126
Si, 0.1916, 0.1111, -0.6918
Si, -0.3806, -0.1043, -0.6651
Si, 0.1933, 0.1838, -0.6593
Si, 0.3022, 0.12, -0.6544
Si, -0.2729, -0.3236, -0.6508
Si, 0.192, 0.178, -0.6719
Si, -0.2717, -0.3337, -0.5915
Si, -0.0361, 0.0155, -0.0025
Si, -0.0585, -0.0005, -0.0709
Si, -0.1053, 0.0227, 0.1426
Si, 0.0673, 0.0506, -0.0292
Si, 0.0147, -0.1349, -0.0044
Si, 0.0791, 0.0405, -0.2006
Si, 0.028, 0.1161, -0.0331
Si, 0.0374, 0.0818, -0.0998
Si, -0.0354, 0.1538, 0.05
Si, -0.0313, -0.0478, -0.0543
Si, -0.0065, -0.0598, 0.1348
Si, -0.0499, 0.0056, 0.0823
Si, 0.0273, 0.0776, -0.0086
Si, -0.0948, -0.0452, -0.0426
Si, 0.0834, -0.1448, -0.0713
Si, -0.0585, -0.1033, 0.0794
Si, -0.0061, -0.1555, 0.0997
Si, -0.0471, 0.0638, 0.1043
Si, 0.0162, -0.0259, -0.0363
Si, 0.0486, 0.0825, -0.0939
Si, 0.0162, -0.0196, -0.0503
Si, -0.0218, 0.0529, -0.0586
Si, -0.0588, -0.0116, -0.0266
Si, 0.0608, 0.004, -0.1011
Si, 0.1356, 0.0302, 0.0615
Si, -0.0801, 0.1924, 0.0149
Si, 0.1033, 0.095, 0.0661
Si, -0.0011, 0.0803, -0.0287
Si, -0.0229, 0.0342, 0.0977
Si, 0.0086, -0.0782, -0.0295
Si, 0.0526, -0.0374, -0.0231
Si, 0.0095, 0.0774, 0.0189
Si, -0.0171, -0.0747, -0.1401
Si, -0.0293, -0.0539, -0.1476
Si, -0.0356, -0.0227, 0.0053
Si, -0.0189, 0.0199, -0.0276
Si, 0.0237, -0.0014, -0.0615
Si, -0.0039, -0.0027, -0.0516
Si, 0.083, 0.1146, -0.0793
Si, 0.0149, 0.0457, 0.1986
Si, -0.0697, -0.0926, 0.1032
Si, 0.0952, -0.1315, 0.0217
Si, 0.1155, -0.0748, -0.0413
Si, 0.0776, -0.0386, 0.0996
Si, -0.0886, -0.0196, 0.0768
Si, -0.0254, 0.0752, -0.1289
Si, -0.0096, 0.103, 0.1317
Si, 0.075, 0.0231, 0.1362
Si, -0.0262, 0.0771, 0.0994
Si, 0.0141, -0.0005, 0.0381
Si, -0.0744, -0.0275, -0.0163
Si, 0.013, -0.0352, -0.2048
Si, -0.0093, 0.0573, -0.0717
Si, 0.0386, -0.1232, -0.1618
Si, -0.0161, -0.0308, -0.1518
Si, -0.0036, -0.0964, 0.0655
Si, -0.0604, -0.11, 0.0147
Si, -0.0372, 0.0606, 0.0086
Si, 0.1565, 0.0475, -0.0275
Si, -0.1428, 0.0775, -0.089
Si, -0.0256, 0.0337, -0.2369
Si, 0.0226, 0.101, -0.1457
Si, -0.0072, 0.0146, 0.128
Si, -0.0094, 0.1058, 0.0588
Si, -0.0578, -0.0468, -0.0285
Si, -0.0092, -0.0031, 0.0063
Si, 0.0168, 0.084, -0.0385
Si, 0.0631, 0.0618, 0.1199
Si, -0.0782, -0.0015, 0.1015
Si, -0.088, -0.077, -0.1844
Si, 0.1288, -0.0507, 0.1336
Si, 0.0262, -0.0262, 0.0816
Si, 0.0805, -0.0779, -0.1342
Si, 0.0387, -0.1381, 0.1031
Si, 0.0147, 0.0398, -0.0541
Si, -0.0013, 0.0207, 0.0169
Si, 0.0283, 0.0779, -0.1153
Si, -0.0033, -0.0191, -0.0353
Si, 0.0514, -0.0678, 0.0126
Si, -0.1413, 0.0419, 0.213
Si, -0.0219, -0.1018, 0.0419
Si, 0.022, -0.0347, 0.0865
Si, -0.0676, 0.1104, 0.0177
Si, -0.0913, 0.0455, -0.0658
Si, -0.0197, 0.0175, 0.033
Si, -0.0148, 0.0854, 0.0761
Si, -0.0665, -0.0875, -0.0295
Si, 0.099, 0.0914, 0.0311
Si, -0.136, 0.0582, -0.0387
Si, 0.0307, 0.0825, -0.0253
Si, -0.0015, 0.0404, 0.0343
Si, 0.0248, -0.0009, 0.1383
Si, -0.0002, 0.0057, -0.045
Si, 0.0636, -0.013, 0.0501
Si, 0.0491, -0.0068, -0.1137
Si, 0.0185, -0.0551, -0.0866
Si, -0.0735, 0.0772, 0.1276
Si, 0.0301, 0.0518, 0.0622
Si, -0.0844, -0.0549, -0.0915
Si, 0.0874, -0.0007, -0.0039
Si, -0.0382, -0.1586, 0.0776
Si, 0.0994, 0.0326, -0.0105
Si, -0.0169, -0.0266, 0.0057
Si, 0.0014, -0.0336, 0.1286
Si, 0.049, 0.1466, -0.0174
Si, 0.0187, -0.1254, -0.0794
Si, 0.0448, -0.0881, -0.0137
Si, 0.0491, -0.044, 0.1357
Si, -0.0015, 0.0066, -0.005
Si, 0.0063, 0.0007, 0.0147
Si, -0.0078, 0.0108, 0.0001
Si, -0.0051, 0.0048, 0.0094
Si, -0.0156, -0.0029, 0.0092
Si, 0.0053, -0.0151, -0.0096
Si, 0.0007, 0.0119, -0.0004
Si, 0.003, -0.0028, -0.0005
Si, -0.0214, -0.0028, 0.0053
Si, -0.0117, -0.0012, -0.0077
Si, -0.0053, 0.0162, 0.0051
Si, -0.0001, 0.0013, 0.001
Si, -0.0118, 0.0069, 0.0093
Si, -0.0057, -0.0139, -0.0004
Si, 0.0108, 0.0005, 0.0095
Si, 0.0215, -0.0088, -0.0016
Si, -0.0049, 0.0016, -0.0051
Si, 0.0207, -0.0032, -0.0041
Si, -0.0024, 0.0163, 0.0045
Si, 0.0057, 0.0041, 0.0066
Si, -0.002, -0.0011, 0.002
Si, 0.0071, 0.0037, -0.003
Si, -0.0054, 0.0038, 0.006
Si, 0.004, -0.0026, 0.0114
Si, -0.0017, 0.0121, 0.0078
Si, -0.0011, -0.0098, 0.0178
Si, -0.0062, 0.0103, 0.0004
Si, 0.0155, -0.0137, 0.0125
Si, -0.0159, 0.0235, -0.0014
Si, 0.0014, -0.006, 0.0152
Si, -0.0105, -0.0055, -0.0026
Si, 0.0013, -0.0148, 0.0076
Si, 0.0028, -0.0061, -0.0113
Si, -0.0023, -0.0077, 0.0179
Si, 0.009, -0.0004, -0.0004
Si, 0.0141, -0.0109, 0.003
Si, 0.0065, 0.006, -0.0054
Si, 0.0063, -0.012, 0.005
Si, 0.0024, 0.0028, 0.0004
Si, 0.0023, 0.0008, -0.0075
Si, -0.0049, -0.0018, -0.0082
Si, 0.0056, 0.0077, -0.0019
Si, 0.0007, -0.0032, 0.0028
Si, 0.0098, -0.0014, -0.0057
Si, 0.0102, -0.0039, -0.0023
Si, -0.0052, 0.0091, 0.0024
Si, -0.0012, 0.0033, -0.0021
Si, -0.0077, 0.012, 0.0016
Si, 0.0084, -0.0078, -0.0022
Si, 0.0017, 0.007, -0.0058
Si, 0.0006, -0.0034, -0.0017
Si, 0.0051, -0.0056, -0.0007
Si, 0.0013, 0.0039, -0.0002
Si, -0.0021, -0.0063, -0.0021
Si, -0.0046, -0.0012, -0.0085
Si, 0.0006, -0.0039, -0.0057
Si, -0.0079, -0.002, -0.0065
Si, -0.0019, 0.0083, 0.0019
Si, 0.0088, -0.0025, 0.0039
Si, -0.0033, 0.0018, -0.0022
Si, -0.0021, 0.0051, 0.0063
Si, -0.0035, -0.0067, -0.0075
Si, 0.0026, 0.0073, -0.0062
Si, 0.0043, -0.01, -0.003
Si, -0.0018, -0.0043, 0.0022
Si, 0.0059, -0.0043, -0.0009
Si, -0.0016, 0.0108, -0.0048
Si, -0.0082, 0.0118, -0.0042
Si, 0, 0.0076, -0.0035
Si, -0.0022, 0.0023, 0.0002
Si, -0.0027, -0.0077, -0.0044
Si, 0.0017, -0.0005, -0.0093
Si, -0.0004, -0.0045, -0.0006
Si, 0.0054, 0.0015, -0.0077
Si, -0.0128, -0.0055, -0.0043
Si, 0.0053, 0.0037, -0.005
Si, 0.007, 0.0062, 0.0017
Si, -0.0087, -0.004, 0.002
Si, -0.0041, 0.0042, -0.0027
Si, -0.004, -0.0052, -0.005
Si, -0.0024, -0.0013, -0.0042
Si, -0.0084, -0.0073, -0.0068
Si, 0.0014, -0.0035, -0.0003
Si, 0.0035, -0.0058, -0.003
Si, 0.0051, 0.0108, -0.0033
Si, 0.0003, 0.0066, 0.0043
Si, 0.0144, 0.0002, -0.0116
Si, 0.0084, 0.0063, -0.005
Si, -0.0071, -0.0041, -0.01
Si, -0.0048, 0.0011, -0.0037
Si, -0.0041, -0.0018, -0.0039
Si, 0.0095, 0.0065, -0.0017
Si, -0.0025, -0.0017, 0.0041
Si, -0.0068, -0.0051, -0.0006
Si, 0.0011, -0.0014, -0.0035
Si, 0.0066, -0.0023, -0.0017
Si, 0.0007, -0.0147, 0.0053
Si, 0.0038, 0.0053, -0.0077
Si, -0.0028, -0.0019, -0.0029
Si, -0.0004, -0.0012, -0.0055
Si, 0.002, -0.0019, -0.0038
Si, -0.0064, 0.0076, -0.0035
Si, -0.0005, 0.0004, 0.0012
Si, -0.0112, -0.0091, 0.0019
Si, 0.0049, 0.0119, 0.0036
Si, -0.0001, -0.0047, -0.0004
Si, -0.0082, 0.0009, -0.0038
Si, -0.0003, 0.0031, -0.0052
Si, -0.0035, 0.0059, -0.0014
Si, -0.0004, 0.0052, -0.0025
Si, -0.0046, 0.0073, 0.0003
Si, 0.0007, -0.0073, -0.0036
Si, -0.0009, -0.0063, -0.0049
Si, 0.0058, 0.0012, -0.0023
Si, 0.0031, -0.0049, -0.0017
Si, -0.0009, -0.0015, -0.0007
Si, -0.0051, 0.0056, -0.0021
Si, 0.001, 0.0058, 0.0021
Si, 0.0044, 0.0026, -0.0002
Si, -0.0103, 0.0152, 0.004
Si, -0.0034, -0.0033, -0.0034
Si, 0.007, -0.0091, 0.003
Si, 0.0049, -0.0061, -0.0017
Si, -0.0011, -0.0003, 0.0012
Si, -0.0024, 0.0022, -0.0017
Si, 0.0124, -0.0021, 0.001
Si, -0.003, -0.0018, 0.0017
Si, -0.0005, -0.0013, -0.0025
Si, 0.0074, -0.0091, 0.0022
Si, 0.0016, 0.0074, 0.0029
Si, 0.0011, -0.0009, 0.0032
Si, -0.0049, -0.0013, 0.0003
Si, -0.0029, 0.0142, 0.0011
Si, -0.0064, -0.0064, -0.0013
Si, -0.0011, -0.0009, 0.0022
Si, -0.0005, 0.0047, 0.005
Si, -0.0021, 0.0015, 0.0015
Si, 0.0026, -0.0087, -0.0022
Si, -0.0047, 0.0008, 0
Si, 0.0031, 0.0021, 0.0022
Si, -0.0047, 0.0111, -0.0021
Si, -0.0003, -0.0059, 0.006
Si, 0.0033, -0.0055, 0.0016
Si, 0.0013, -0.0071, -0.0009
Si, 0.0014, 0.0022, -0.0001
Si, 0.0038, -0.0014, -0.0029
Si, -0.0024, -0.0014, -0.0028
Si, 0.0024, -0.0027, 0.0003
Si, -0.0018, 0.0012, 0.0011
Si, -0.0034, -0.0025, 0.0027
Si, -0.0016, -0.0036, 0.0006
Si, 0.0054, 0.0042, -0.0037
Si, 0.0005, 0.0005, -0.0032
Si, -0.0035, 0.0001, -0.0057
Si, -0.0066, -0.0049, 0.0002
Si, -0.0017, -0.0002, -0.0041
Si, -0.001, 0.0024, -0.0045
Si, 0.0032, 0.0079, 0.0004
Si, 0.0067, 0.003, -0.0039
Si, 0.008, 0.0014, -0.002
Si, 0.0022, 0.0017, -0.0066
Si, -0.0039, -0.0065, -0.0016
Si, -0.001, -0.0009, 0.0008
Si, 0.0006, -0.0068, 0.0013
Si, -0.0023, 0.0081, 0.0025
Si, 0.0009, -0.0009, -0.0009
Si, -0.001, 0.0017, 0.001
Si, 0.0037, -0.0014, 0.0013
Si, -0.0036, 0.0006, -0.0014
Si, 0.0007, -0.0016, 0.0031
Si, 0.0043, 0.0062, -0.0008
Si, -0.0029, -0.0038, 0.0026
Si, -0.0009, 0.0009, -0.0002
Si, -0.0013, 0.0007, -0.0018
Si, -0.0043, 0.0038, 0.0002
Si, -0.0055, -0.0043, 0.0019
Si, -0.003, -0.0075, 0.0011
Si, 0.0005, 0.0019, 0.0055
Si, -0.0017, -0.0029, 0.0006
Si, 0.0042, 0.0024, 0.0001
Si, -0.0037, 0.0022, -0.0024
Si, -0.0037, 0.0004, -0.0016
Si, -0.0017, 0.0028, -0.0028
Si, 0.0039, 0.0014, 0.0008
Si, 0.0061, 0.0003, -0.0022
Si, 0.001, 0.0063, 0.002
Si, -0.0024, 0.0002, -0.0016
Si, -0.002, 0.0008, -0.0014
Si, -0.0003, -0.003, 0.0007
Si, 0.0035, -0.001, 0.0012
Si, 0.0009, -0.0006, -0.0003
Si, 0.0024, -0.0005, -0.0008
Si, 0.0054, -0.0015, -0.001
Si, 0.003, -0.0061, 0.0009
Si, 0.0001, -0.007, 0
Si, -0.0008, -0.0008, 0.0009
Si, 0.0024, 0.0014, 0.0032
Si, -0.0006, -0.001, -0.0005
Si, -0.0002, 0.0045, 0.0023
Si, 0.0006, 0.0006, -0.0001
Si, 0.0035, -0.0042, 0.0017
Si, -0.0041, -0.0011, 0.0006
Si, -0.0038, -0.0037, 0.0017
Si, 0.0022, -0.0006, 0.0003
Si, -0.001, 0.003, 0.0015
Si, -0.0026, 0.0044, -0.0001
Si, -0.0035, 0.0015, 0.0028
Si, -0.0011, 0.0039, 0.0026
Si, 0.0001, -0.0016, 0.0032
Si, -0.0007, -0.0027, 0.002
Si, 0.0027, 0.0024, 0.0018
Si, 0.0006, 0.0005, 0.0008
Si, 0, 0.0072, 0
Si, -0.0003, -0.0047, 0.0006
Si, -0.0048, 0.0017, -0.0015
Si, 0.0012, 0.0027, -0.0008
Si, 0.0039, 0.0008, -0.001
Si, 0.0005, -0.002, 0.0002
Si, 0.0033, 0.001, -0.0003
Si, -0.0031, -0.0046, -0.0006
Si, -0.0004, -0.002, -0.0023
Si, -0.0041, 0.0016, -0.0035
Si, 0.0027, 0.0025, 0.0008
Si, 0.0022, 0.001, -0.0032
Si, 0.0001, -0.0003, -0.0021
Si, -0.0035, 0.0014, -0.0004
Si, -0.0012, 0.0014, -0.0018
Si, -0.0004, 0.0002, -0.0022
Si, 0.0018, 0.0041, -0.0015
Si, 0.005, 0.0043, -0.0018
Si, 0.0022, 0.0019, -0.0035
Si, -0.0015, -0.0004, 0.0003
Si, -0.0006, 0.0004, -0.0018
Si, 0.0014, 0, 0.0002
Si, -0.0014, 0.0009, 0.0033
Si, 0.0016, 0.0018, 0.0018
Si, -0.0013, 0.0024, 0.0004
Si, 0.0038, 0.0017, 0.0004
Si, 0.0004, 0.0047, 0.0008
Si, 0.0003, 0.0025, 0.0001
Si, -0.0004, 0.0011, 0.002
Si, -0.0019, -0.0057, 0.002
Si, 0.0009, -0.0009, 0.0002
Si, -0.0001, -0.0057, 0.0017
Si, -0.0027, -0.0008, 0.0034
Si, 0.0005, -0.001, 0.002
Si, -0.0044, -0.0003, -0.0006
Si, -0.0003, -0.0066, -0.0013
Si, -0.0026, -0.0063, 0.0028
Si, 0.0002, -0.0006, -0.0017
Si, 0.0033, 0.0035, 0.0001
Si, -0.0032, -0.0021, 0.0009
Si, -0.0033, 0.0002, -0.0005
Si, -0.0035, -0.0011, -0.0001
Si, 0.0006, 0.0044, -0.0034
Si, 0.0026, -0.0007, -0.0019
Si, 0.0015, 0.0048, -0.0036
Si, 0.0028, 0.0059, -0.0041
Si, -0.0017, -0.0041, -0.0014
Si, -0.0014, 0.0016, -0.0001
Si, 0.0015, -0.0003, -0.0006
Si, -0.0034, -0.0036, 0.0026
Si, 0.0017, -0.0009, -0.0013
Si, 0.0049, 0.0043, -0.0015
Si, 0.0002, -0.0005, -0.0007
Si, 0.0031, -0.0001, -0.0022
Si, -0.0027, -0.0053, -0.0009
Si, 0, -0.0024, 0.0011
Si, 0.0032, 0.0029, 0.0009
Si, -0.001, -0.0004, -0.0002
Si, 0.0051, 0.0043, 0.0021
Si, 0.0022, -0.0016, -0.0008
Si, -0.0022, -0.0065, -0.0043
Si, -0.0024, -0.0029, -0.0004
Si, -0.0017, -0.0015, -0.0002
Si, 0.0048, 0.0002, -0.0009
Si, -0.0012, -0.0013, -0.0008
Si, 0.0021, 0.0016, -0.0003
Si, 0.0013, 0.0006, 0.0028
Si, -0.0048, 0.0013, 0.0017
Si, -0.0025, -0.0058, 0.0013
Si, 0.0007, 0.0022, 0.0032
Si, 0.0024, 0.0069, 0.0002
Si, -0.0013, 0.0005, -0.0049
Si, -0.0026, 0.0014, 0.0016
Si, 0.003, 0.0047, 0
Si, -0.0015, 0.0035, 0.0009
Si, 0.0001, 0.0003, -0.0004
Si, 0.0019, -0.0069, -0.0018
Si, -0.001, 0.0045, -0.0003
Si, 0.0031, -0.002, 0.0003
Si, 0.0021, 0.0001, -0.0001
Si, -0.0036, -0.0027, 0.0018
Si, -0.005, 0.0038, -0.0012
Si, -0.0014, 0.0032, 0
Si, 0.0006, 0.0005, 0.0016
Si, -0.001, -0.0052, -0.0007
Si, 0.0044, 0.0021, -0.0016
Si, 0.0012, 0.0019, 0.0008
Si, -0.0044, -0.0017, 0.0011
Si, 0.0049, 0.0012, 0.0021
Si, 0.0006, -0.0012, 0.002
Si, -0.0011, 0.0047, -0.0028
Si, 0.0016, -0.0015, -0.0007
Si, -0.0021, 0.0022, 0.001
Si, 0.0023, 0.0041, 0.0015
Si, -0.0007, 0.0007, 0.003
Si, 0.0051, 0.0009, 0.0004
Si, -0.0037, 0.0056, -0.0011
Si, -0.0008, -0.0003, 0.0047
Si, 0.0013, 0.0044, 0.0023
Si, -0.0006, 0.0041, -0.0012
Si, -0.0019, 0.0042, 0.0013
Si, -0.0049, 0.0017, 0.0002
Si, 0.0037, -0.0094, -0.001
Si, 0.0029, -0.0031, 0.0034
Si, 0.0013, 0.0024, 0.0016
Si, 0.0026, -0.0064, 0.0052
Si, -0.004, 0.0013, 0.0019
Si, -0.0006, 0.0024, 0.0003
Si, 0.003, -0.0074, -0.0009
Si, 0.0016, -0.0055, 0.0006
Si, 0.0021, -0.002, 0.0031
Si, -0.0014, 0.0016, -0.0007
Si, -0.0052, 0.0002, 0.0002
Si, 0.0026, 0.005, -0.0032
Si, -0.0017, 0.0017, -0.0006
Si, -0.0076, -0.005, 0.0004
Si, 0.0053, 0.0025, -0.0006
Si, 0.0047, 0.0072, -0.0025
Si, -0.0026, -0.0064, -0.0058
Si, 0.0022, 0.0003, -0.0001
Si, -0.0023, -0.0034, 0.0028
Si, 0.0032, -0.004, 0.0012
Si, 0, 0.0037, -0.0015
Si, 0.0027, 0.01, 0.0013
Si, -0.0004, 0.0017, -0.0012
Si, 0.0068, 0.0033, -0.0025
Si, 0.0001, -0.0081, -0.001
Si, -0.0052, -0.0048, 0.0022
Si, -0.0017, -0.0032, 0
Si, 0.0014, -0.002, -0.0008
Si, 0.0022, 0.0094, 0.0003
Si, -0.0003, 0.0033, -0.0014
Si, -0.0043, -0.0123, 0.0017
Si, 0.0053, 0.0053, 0.0018
Si, 0.0047, 0.0004, 0.0004
Si, -0.0007, -0.0081, -0.0006
Si, 0.0028, -0.0001, 0.0013
Si, -0.0015, -0.0012, -0.0024
Si, 0.0003, 0.004, 0.0003
Si, -0.007, -0.0032, 0.0024
Si, -0.0035, -0.0007, 0.0014
Si, 0.0051, 0.0068, 0.0015
Si, -0.003, 0.0012, -0.0033
Si, -0.0061, -0.0076, -0.003
Si, 0.0047, 0.0098, 0.0005
Si, 0.0083, 0.0041, -0.0014
Si, 0.007, 0.0073, 0.0028
Si, -0.0057, -0.0036, -0.0036
Si, -0.0021, 0.0084, 0.0023
Si, -0.0035, -0.0046, -0.0011
Si, -0.0045, -0.007, 0.0041
Si, -0.0019, 0.0062, 0.0002
Si, -0.0057, 0.0125, -0.0012
Si, 0.0053, -0.0092, 0.0007
Si, -0.0041, -0.0021, -0.0002
Si, 0.0097, -0.0052, 0.0033
Si, -0.0074, 0.0064, 0.0065
Si, -0.0066, 0.0061, -0.0084
Si, 0.0068, -0.0068, -0.0007
Si, -0.0072, 0.008, 0
Si, 0.0073, -0.0039, -0.0007
Si, -0.0059, 0.0087, -0.0016
Si, -0.0031, 0.0016, 0.0023
Si, 0.0055, -0.001, 0.0051
Si, 0.0038, -0.0006, 0.0066
Si, 0.0054, 0.0054, 0.0021
Si, -0.003, 0.0018, 0.0065
Si, 0.0085, -0.0037, 0.0004
Si, 0.0058, 0.0015, 0.0066
Si, -0.0076, -0.0029, 0.0009
Si, -0.0028, 0.01, 0.0038
Si, 0.0038, 0.0012, 0.0027
Si, -0.0019, 0.0028, 0
Si, 0.0082, -0.0136, 0.0024
Si, 0.0005, -0.0008, 0.0049
Si, 0.0005, 0.0013, 0.0054
Si, 0.0091, 0.0009, 0.0006
Si, -0.0091, 0.0031, 0.0031
Si, 0.002, 0.0077, -0.0011
Si, 0.0018, -0.0018, 0.0032
Si, 0.0018, -0.0079, 0.0018
Si, 0.0045, -0.0061, 0.0046
Si, -0.011, -0.0053, 0.0034
Si, 0.0072, -0.0056, -0.0009
Si, 0.0043, 0.0018, 0.0006
Si, -0.0024, 0.0018, -0.0058
Si, 0.0029, 0.0056, -0.0003
Si, 0.005, 0.005, 0.002
Si, -0.0066, 0.0021, 0.0037
Si, 0.0081, -0.0027, 0.0005
Si, -0.0059, 0.005, 0.0018
Si, -0.0015, -0.0049, 0.0039
Si, 0.0001, -0.0087, 0.0052
Si, 0.0023, 0.0075, 0.0079
Si, -0.0049, 0.0066, 0.002
Si, 0.0047, 0.0043, 0.0017
Si, 0.0012, -0.0088, -0.001
Si, 0.0014, -0.0033, 0.0036
Si, 0.001, -0.0009, 0.0012
Si, 0.0002, -0.005, 0.0037
Si, 0.001, 0.0025, 0.0082
Si, 0.0017, 0.0084, 0.0035
Si, -0.0022, 0.0027, -0.0055
Si, 0.0037, 0.0041, 0.0007
Si, -0.0047, -0.0127, 0.0078
Si, 0.0044, 0.003, 0.004
Si, 0.0033, -0.0024, 0.0012
Si, 0.0083, -0.0058, 0.0065
Si, -0.0019, -0.0036, 0.0139
Si, 0.0009, 0.0066, 0.0044
Si, 0.0008, -0.003, -0.0009
Si, -0.0036, -0.0085, 0.0008
Si, -0.0057, 0.0006, 0.0006
Si, 0.0023, -0.0018, 0.0015
Si, 0.0011, -0.0024, 0.0028
Si, -0.0035, 0.0009, 0.0049
Si, 0.0055, 0.0044, 0.0032
Si, 0.0039, 0.0014, -0.0022
Si, 0.0024, 0.0041, 0.0004
Si, -0.0007, 0.0041, 0.0031
O, 0.3847, 0.3325, 0.1613
O, -0.163, 0.4597, -0.3761
O, 0.1886, 0.5595, -0.3145
O, -0.2761, -0.6718, -0.083
O, -0.189, 0.1984, 0.3016
O, 0.1835, -0.0633, 0.3958
O, 0.0135, 0.6001, -0.2948
O, 0.026, 0.2294, 0.5314
O, 0.0547, 0.089, 0.1232
O, -0.1754, -0.4615, 0.6962
O, -0.5301, -0.2627, -0.1063
O, -0.0587, 0.3431, 0.3442
O, 0.3575, 0.5044, 0.0826
O, -0.4637, 0.4023, 0.1206
O, -0.3175, 0.3699, 0.0916
O, 0.0026, 0.0768, 0.3255
O, -0.0546, 0.1162, 0.359
O, -0.1314, -0.2356, 0.0371
O, -0.0974, 0.0297, 0.5131
O, -0.073, 0.0832, 0.5341
O, 0.3209, 0.0357, -0.4611
O, 0.1206, -0.0622, 0.0875
O, 0.2931, 0.3776, 0.0539
O, 0.6121, 0.4092, 0.2391
O, 0.0574, -0.0733, 0.1453
O, 0.431, 0.0881, 0.1983
O, -0.2274, 0.0929, 0.5878
O, 0.0236, 0.2349, 0.4577
O, 0.0771, -0.1662, 0.2858
O, 0.0448, 0.1516, 0.4169
O, -0.2448, -0.4952, -0.3815
O, -0.0054, 0.0529, 0.0744
O, 0.5147, 0.1626, 0.327
O, -0.2784, -0.0934, 0.0135
O, -0.1265, -0.7944, 0.3322
O, 0.2144, -0.126, -0.1858
O, 0.4421, -0.0438, -0.0869
O, -0.6003, -0.3751, 0.0659
O, 0.0222, 0.5117, -0.1909
O, -0.0259, 0.1233, -0.2936
O, 0.4083, -0.5405, -0.5212
O, 0.0852, 0.0266, -0.3891
O, -0.0321, 0.0351, -0.193
O, -0.3725, 0.1146, 0.1934
O, -0.5543, 0.4441, 0.2256
O, 0.2809, -0.1534, -0.4278
O, -0.1215, -0.2252, -0.2345
O, 0.1613, 0.3269, 0.0942
O, -0.3582, 0.2307, -0.1371
O, -0.1006, -0.0288, -0.4625
O, -0.0253, -0.099, -0.0873
O, 0.2146, 0.3619, -0.144
O, -0.0422, 0.6216, -0.1239
O, 0.111, -0.0872, 0.0182
O, 0.0347, 0.6229, 0.0183
O, 0.1854, -0.1177, -0.0091
O, 0.1017, 0.0456, 0.5376
O, -0.1121, -0.1796, -0.3561
O, -0.136, 0.1856, -0.0933
O, -0.2386, 0.4245, 0.0175
O, -0.1313, 0.0581, -0.3644
O, -0.3724, -0.2274, 0.0147
O, 0.2493, -0.0249, -0.0311
O, 0.3744, -0.1625, 0.4357
O, 0.0233, 0.3705, 0.0431
O, -0.1937, -0.0735, -0.0672
O, -0.6578, -0.1191, 0.3479
O, 0.139, 0.1019, 0.6541
O, -0.2299, 0.2755, 0.3194
O, -0.1393, 0.4637, 0.0042
O, 0.1754, 0.0984, -0.5268
O, 0.5148, -0.1177, -0.0144
O, -0.002, 0.2928, 0.0405
O, 0.1351, -0.1357, 0.3466
O, -0.0276, -0.5388, -0.2118
O, -0.039, 0.0782, -0.4486
O, -0.1517, -0.541, -0.1022
O, 0.1374, 0.0603, -0.4981
O, 0.1829, 0.2348, 0.4458
O, 0.4884, 0.1499, -0.1534
O, -0.2656, -0.3493, 0.2999
O, 0.276, -0.2473, -0.058
O, -0.1822, -0.1072, -0.1778
O, 0.2821, -0.6083, 0.3697
O, 0.0817, -0.1657, -0.4481
O, -0.1656, 0.2185, -0.3736
O, -0.5978, -0.6298, 0.0381
O, -0.1389, -0.3791, 0.0977
O, 0.1581, -0.3347, 0.3816
O, 0.4131, -0.4195, 0.0306
O, -0.0835, -0.135, -0.4712
O, 0.1644, -0.6591, -0.1925
O, -0.2247, 0.2996, 0.1954
O, 0.1157, -0.281, 0.3875
O, 0.0602, 0.1181, 0.5064
O, -0.272, 0.1116, -0.2184
O, 0.1853, 0.4112, 0.1384
O, 0.212, 0.3197, -0.0209
O, 0.5452, 0.1694, 0.0623
O, 0.005, 0.1863, -0.4348
O, 0.4233, -0.152, -0.0722
O, -0.6232, 0.4519, -0.1156
O, -0.1293, 0.1199, 0.6176
O, 0.346, -0.231, 0.0364
O, -0.3688, -0.2337, 0.1712
O, 0.0561, 0.1454, 0.3676
O, -0.4433, 0.3931, -0.1154
O, -0.5716, -0.0951, 0.2498
O, 0.2001, 0.0048, 0.5244
O, 0.1528, 0.1224, 0.0768
O, 0.105, -0.4549, 0.012
O, -0.3371, -0.2867, 0.008
O, 0.0395, -0.0915, 0.3508
O, -0.1303, -0.4443, -0.1545
O, -0.0266, -0.1995, 0.2207
O, -0.2195, -0.029, 0.3258
O, -0.4582, 0.0047, 0.0501
O, 0.036, 0.1128, -0.642
O, -0.0195, -0.2157, -0.5513
O, 0.2753, -0.3084, -0.0805
O, 0.2221, -0.3721, 0.1677
O, -0.0011, 0.4547, 0.2412
O, -0.0663, -0.107, -0.4834
O, 0.1132, 0.1866, -0.072
O, -0.0705, -0.2515, 0.0721
O, -0.4087, -0.5458, 0.3778
O, -0.3543, -0.4635, 0.097
O, 0.0284, -0.0333, 0.3474
O, -0.1881, -0.2769, -0.5107
O, -0.049, -0.2317, 0.0103
O, -0.2387, -0.3127, 0.3845
O, 0.213, -0.1853, -0.0097
O, -0.0332, 0.1998, -0.1186
O, 0.2591, -0.2989, -0.2173
O, 0.3862, -0.0488, -0.0411
O, 0.4584, 0.0669, 0.3081
O, 0.1272, 0.0781, -0.0222
O, 0.2428, 0.2598, -0.1808
O, -0.1979, -0.6293, -0.2361
O, 0.324, -0.1424, -0.2188
O, 0.3949, -0.3254, 0.081
O, 0.192, -0.1796, -0.427
O, 0.1105, 0.2103, -0.081
O, -0.1578, -0.2456, -0.1387
O, -0.2539, -0.3812, -0.2402
O, -0.0525, 0.255, 0.0202
O, 0.0007, 0.1946, 0.123
O, -0.2627, -0.217, 0.4185
O, -0.3503, -0.1761, -0.4494
O, -0.1838, 0.319, -0.1115
O, -0.0804, 0.0673, 0.199
O, -0.6097, 0.1997, -0.0082
O, -0.6599, 0.4517, 0.3361
O, 0.3919, -0.1101, 0.2596
O, -0.0177, 0.0215, -0.2543
O, -0.0909, 0.3636, 0.2097
O, 0.2736, -0.3127, 0.2411
O, 0.3508, 0.1058, 0.2911
O, -0.1225, 0.3451, -0.342
O, 0.1702, 0.208, 0.0913
O, -0.1351, 0.1013, -0.4868
O, 0.3147, -0.0647, 0.1288
O, -0.2524, 0.2101, -0.1559
O, -0.1802, -0.1754, 0.319
O, 0.1256, 0.3821, -0.1121
O, 0.5879, 0.3559, -0.4049
O, -0.075, -0.1033, 0.2608
O, 0.0916, -0.612, -0.2343
O, 0.253, -0.1877, -0.4964
O, -0.0761, -0.0104, 0.1515
O, 0.675, 0.3326, 0.0118
O, 0.143, 0.0394, 0.5093
O, -0.4437, 0.3101, -0.0833
O, 0.1205, -0.2383, -0.1312
O, -0.3212, 0.4683, -0.1687
O, 0.1207, -0.2291, 0.1126
O, -0.4242, -0.0771, 0.2079
O, -0.3944, -0.3956, 0.0413
O, -0.374, 0.347, -0.1196
O, 0.0691, -0.3344, -0.5325
O, -0.2182, -0.3183, 0.251
O, -0.4815, -0.5511, 0.3353
O, 0.1438, -0.5685, -0.1727
O, -0.0521, -0.2843, 0.7275
O, 0.1539, 0.2261, -0.0775
O, -0.0029, 0.083, 0.2104
O, 0.568, 0.1972, 0.1155
O, -0.0747, 0.2142, 0.0671
O, -0.1278, 0.0832, 0.0744
O, -0.329, 0.3659, -0.0952
O, 0.3203, 0.4509, -0.0378
O, 0.0521, 0.1766, -0.3763
O, -0.2871, 0.0323, 0.6684
O, 0.0526, -0.0621, -0.3201
O, 0.3186, 0.0248, 0.1575
O, 0.2388, -0.0692, -0.4241
O, -0.0827, 0.1142, -0.2329
O, -0.3949, 0.0692, -0.5032
O, -0.2144, 0.6369, 0.0872
O, -0.0275, 0.2645, -0.331
O, -0.2137, 0.4303, -0.3014
O, -0.182, -0.0004, 0.3678
O, -0.5406, 0.0339, 0.6477
O, 0.0068, 0.3362, -0.2636
O, 0.061, 0.0469, 0.2703
O, 0.1441, 0.3904, 0.0232
O, -0.3266, -0.3073, -0.3783
O, -0.1159, 0.0329, -0.0029
O, -0.1115, 0.2074, -0.1297
O, 0.2676, 0.3823, -0.2329
O, -0.2734, 0.3907, -0.0626
O, -0.3462, -0.2238, 0.3336
O, 0.0298, -0.1847, -0.0366
O, -0.1103, 0.5433, 0.0089
O, -0.2516, -0.0948, 0.2636
O, -0.2792, 0.2102, 0.4935
O, -0.5191, 0.1737, -0.2527
O, -0.2987, 0.1106, 0.2271
O, -0.1027, 0.4893, 0.1797
O, 0.3188, 0.0255, -0.5435
O, -0.1226, -0.3728, 0.0751
O, 0.3394, 0.0653, -0.3942
O, -0.3024, 0.1627, 0.2854
O, -0.2188, -0.2172, -0.0695
O, 0.5236, 0.2286, -0.2709
O, 0.0603, -0.1937, 0.4866
O, -0.0545, -0.435, 0.0653
O, -0.1092, 0.6316, 0.6062
O, -0.3265, -0.1584, 0.2049
O, 0.4966, 0.1996, -0.4001
O, -0.1551, 0.1564, -0.254
O, 0.2908, 0.052, 0.3123
O, -0.2739, -0.3129, 0.4478
O, -0.3014, -0.2897, 0.1676
O, -0.1005, -0.0587, -0.2563
O, 0.1547, 0.133, 0.1307
O, -0.0783, -0.0128, -0.3351
O, -0.4265, -0.1823, -0.2924
O, -0.1552, -0.6135, -0.3505
O, 0.0858, 0.048, -0.3855
O, 0.6643, -0.0128, 0.012
O, -0.0644, 0.3126, -0.517
O, -0.0367, 0.3978, -0.4271
O, 0.1727, 0.7572, -0.1692
O, -0.0374, -0.5756, 0.1784
O, 0.2512, -0.0898, -0.0766
O, 0.1375, -0.1761, 0.4941
O, 0.3684, -0.0957, -0.295
O, -0.0496, -0.2053, 0.1562
O, -0.3113, -0.1519, -0.3612
O, 0.2477, 0.3551, -0.2474
O, -0.0564, -0.0612, 0.5908
O, -0.1149, -0.0437, -0.1748
O, -0.0512, -0.0951, -0.1791
O, 0.3297, 0.1737, -0.4042
O, -0.1309, -0.3451, 0.0646
O, 0.1115, -0.3767, 0.0428
O, -0.2868, -0.5517, -0.1545
O, 0.4332, 0.2128, -0.0541
O, -0.0208, -0.0462, -0.3455
O, -0.2987, 0.1586, 0.5575
O, 0.1128, -0.0412, 0.0208
O, 0.0524, -0.2063, -0.1631
O, -0.073, 0.4783, -0.3254
O, -0.0264, 0.3819, -0.5125
O, -0.1806, 0.2874, -0.2014
O, 0.2189, -0.0421, -0.281
O, -0.38, 0.0883, -0.0547
O, -0.2139, 0.0608, 0.0906
O, -0.0013, -0.058, -0.1313
O, -0.1722, -0.0881, -0.1012
O, 0.4696, 0.0688, -0.0127
O, 0.1565, -0.2697, 0.5023
O, 0.4207, -0.4519, 0.2137
O, 0.0889, 0.0476, 0.326
O, 0.0116, -0.0592, -0.2877
O, 0.046, 0.2309, -0.0571
O, 0.0615, 0.0837, -0.1142
O, 0.1944, -0.1194, 0.5348
O, 0.0624, 0.1792, 0.0887
O, -0.2279, 0.5789, -0.26
O, 0.0622, -0.0898, 0.1697
O, 0.0262, -0.4732, 0.014
O, 0.3149, 0.285, -0.1615
O, 0.1151, -0.3346, -0.131
O, -0.3059, -0.3289, -0.3138
O, 0.3078, -0.5643, -0.4711
O, -0.1338, -0.3405, -0.3448
